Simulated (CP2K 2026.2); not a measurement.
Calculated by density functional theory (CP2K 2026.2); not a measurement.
Periodic cell of 2016 atoms, Si1440O576, from a study of silicon, its oxide and their interface. The atomic structure is a simulated model.
Doubt: the forces sum to 7.60 eV/angstrom along one axis rather than to zero, so they err by at least 0.0038 eV/angstrom per atom on average; the grid cutoff is modest.

Settings: functional PBE; method Gaussian and plane waves; basis set DZVP-MOLOPT-SR-GTH; pseudopotentials GTH-PBE; grid cutoff 300 Ry, relative cutoff 40 Ry; k points Gamma only; occupations fixed; spin none; net charge 0.

Cell vectors (angstrom)
a 65.28 0 0
b 0 16.32 0
c -5.1393 -3.5435 33.621

Atoms and the computed forces on them: element, x, y, z (angstrom), force x, y, z (eV/angstrom)
Si 1.429 -1.617 -0.299 -0.066 0.197 0.646
Si 4.182 1.081 -0.158 -0.278 0.339 0.697
Si 1.321 4.485 -0.519 -0.182 -0.038 0.773
Si 4.549 6.474 -0.299 -0.287 0.299 0.751
Si 1.33 -6.987 -0.273 0.054 0.085 0.742
Si 3.689 -3.864 -0.332 0.129 -0.135 0.675
Si 6.473 -1.176 -0.258 0.384 -0.362 0.631
Si 9.709 1.014 -0.112 -0.132 0.211 0.735
Si 6.643 4.099 -0.192 0.23 -0.179 0.69
Si 9.21 7.011 -0.257 0.243 -0.099 0.723
Si 7.071 9.33 -0.218 -0.095 0.105 0.717
Si -7.075 -3.987 0.356 0.182 -0.026 0.692
Si -3.974 -1.469 -0.259 -0.307 0.278 0.671
Si -1.663 1.719 -0.077 0.175 -0.124 0.686
Si -4.03 3.778 0.057 -0.061 0.224 0.739
Si -1.876 7.1 0.23 0.176 -0.062 0.811
Si -4.078 -6.976 0.037 -0.25 0.312 0.764
Si -1.695 -3.688 -0.178 0.059 -0.301 0.701
Si 2.558 -0.027 1.078 0.001 -0.016 -0.035
Si 5.385 2.647 1.136 0.003 0.001 -0.025
Si 2.793 5.503 1.002 0.01 0.044 -0.046
Si 5.513 8.135 1.077 0.009 -0.014 -0.037
Si 2.606 -5.468 1.029 -0.025 -0.006 -0.044
Si 5.334 -2.787 1.014 -0.039 -0.016 -0.034
Si 8.115 -0.134 1.146 -0.017 -0.012 -0.026
Si -5.526 2.625 1.385 -0.04 0.011 -0.056
Si 8.168 5.382 1.095 -0.019 0.001 -0.044
Si -5.672 8.259 1.383 0.037 -0.002 -0.064
Si 8.252 10.946 1 0.01 -0.014 -0.064
Si -5.457 -2.597 1.269 0.038 0.024 -0.029
Si -2.797 0.054 1.161 0.018 0 -0.015
Si -0.062 3.033 1 0.096 0.035 -0.052
Si -2.986 5.446 1.387 -0.01 -0.041 -0.033
Si -0.051 8.156 1.242 -0.002 0.015 -0.044
Si -2.806 -5.337 1.137 0.027 0.045 -0.031
Si -0.07 -2.69 1.171 0.016 -0.008 -0.068
Si 1.253 1.487 2.361 -0.017 0.027 0.002
Si 4.035 4.07 2.444 -0.013 -0.016 0.015
Si 1.387 6.778 2.475 -0.022 -0.051 0.036
Si 4.056 9.5 2.372 -0.01 0.002 0.006
Si 1.277 -4.124 2.48 -0.003 -0.023 0.007
Si 4.007 -1.378 2.431 -0.001 0.009 0.021
Si 6.79 1.31 2.484 0.015 0.004 0.012
Si 9.56 4.061 2.462 -0.015 -0.032 -0.002
Si 6.821 6.762 2.492 0.028 0.032 0.024
Si 9.563 9.541 2.453 -0.015 0.008 0.013
Si 6.781 12.22 2.373 0.003 -0.024 -0.008
Si -6.808 -1.264 2.695 -0.005 0.014 0.046
Si -4.116 1.301 2.673 -0.01 -0.042 0.024
Si -1.42 4.159 2.579 0.015 -0.015 0.038
Si -4.31 6.834 2.713 -0.046 0.021 0.015
Si -1.417 -6.712 2.53 -0.004 0.026 0.004
Si -4.108 -4.005 2.598 -0.043 -0.041 0.034
Si -1.402 -1.292 2.526 0.01 0.017 0.018
Si -0.032 0.098 3.829 -0.005 0.012 0.001
Si 2.669 2.722 3.808 0.009 -0.004 0.006
Si 0.003 5.472 3.895 0.016 0.009 -0.002
Si 2.725 8.168 3.818 0.006 0.003 -0.007
Si -0.048 -5.423 3.922 0.013 0.013 0.022
Si 2.68 -2.748 3.815 -0.011 0 0.007
Si 5.395 -0.039 3.825 -0.019 -0.005 -0.009
Si 8.164 2.7 3.825 -0.01 -0.004 -0.001
Si 5.417 5.421 3.826 -0.01 0.024 0.005
Si 8.182 8.168 3.829 0.001 -0.014 -0.03
Si 5.429 10.851 3.76 -0.001 -0.008 0.006
Si 8.076 -2.795 3.882 -0.004 0.002 0.024
Si -5.458 0.021 4.089 0.024 -0.026 0.023
Si -2.729 2.728 3.939 -0.023 0.03 0.004
Si -5.563 5.43 4.083 0.009 -0.015 0.015
Si -2.786 8.211 3.909 0.016 -0.018 -0.02
Si -5.452 -5.358 4.033 0.006 0.038 -0.006
Si -2.721 -2.673 3.942 0.001 0.01 -0.017
Si 1.401 -1.377 16.155 -0.008 0.012 -0.007
Si 4.078 1.322 16.19 -0.003 0.006 -0.01
Si 1.364 4.031 16.155 -0.006 -0.002 -0.01
Si 4.055 6.729 16.123 0.007 0.01 -0.006
Si 1.319 -6.836 16.13 -0.008 0.007 -0.008
Si 4.057 -4.092 16.167 -0.002 0.004 0.004
Si 6.744 -1.394 16.207 -0.004 0.004 0.004
Si -6.71 1.365 16.293 0.015 -0.007 -0.004
Si 6.779 4.031 16.215 -0.006 0.003 0.001
Si -6.719 6.809 16.257 0 -0.007 -0.011
Si 6.755 9.495 16.169 0 0.001 -0.009
Si -6.74 -4.061 16.226 -0.004 -0.008 -0.001
Si -4.029 -1.377 16.204 -0.015 -0.013 -0.014
Si -1.308 1.353 16.151 -0.002 0.002 -0.004
Si -4.023 4.058 16.235 -0.004 -0.005 -0.003
Si -1.334 6.765 16.206 -0.003 -0.014 0.001
Si -4.022 9.458 16.155 -0.007 -0.02 -0.006
Si -1.296 -4.102 16.155 -0.004 -0.002 -0.004
Si 2.749 -0.059 17.561 0 0.008 -0.005
Si 5.39 2.699 17.572 -0.008 -0.028 0.018
Si 2.692 5.398 17.506 -0.001 -0.015 -0.001
Si 5.404 8.081 17.46 -0.004 0.006 0.013
Si 2.613 -5.423 17.454 -0.011 0.017 0.012
Si 5.384 -2.749 17.584 0.001 0.005 0.015
Si 8.115 -0.059 17.575 0.025 0.008 0.017
Si -5.343 2.724 17.661 -0.007 0.004 0.011
Si 8.144 5.351 17.617 0.011 -0.015 0.008
Si -5.336 8.151 17.605 0.014 -0.004 0.031
Si 8.061 10.863 17.574 0.003 -0.01 -0.011
Si -5.372 -2.734 17.582 0.008 0.031 0.025
Si -2.675 0.024 17.502 0.01 0.013 -0.011
Si 0.059 2.652 17.542 -0.005 -0.007 0.008
Si -2.662 5.394 17.592 0.001 0.012 0.015
Si 0.019 -8.195 17.561 0.005 0.008 0.013
Si -2.607 -5.554 17.454 0.011 -0.005 -0.023
Si 0.036 -2.707 17.511 -0.008 -0.03 0.022
Si 1.434 1.312 18.927 0.009 0.006 -0.022
Si 4 4.072 18.916 -0.005 -0.023 -0.03
Si 1.341 6.713 18.901 -0.01 -0.011 -0.021
Si 3.928 -6.89 18.666 -0.006 -0.001 -0.043
Si 1.31 -4.081 18.921 0.009 0.003 -0.014
Si 4.017 -1.439 18.995 -0.02 -0.011 0.004
Si 6.759 1.321 18.9 0.003 0.007 -0.022
Si -6.732 4.124 18.972 0.02 0.004 -0.011
Si 6.739 6.737 18.87 0.002 -0.004 -0.019
Si -6.641 9.583 18.956 0.002 0.014 -0.022
Si 6.695 -4.122 18.966 0.023 0.008 -0.006
Si 9.372 -1.456 19.013 -0.026 0.009 -0.017
Si -3.97 1.307 18.971 -0.009 0.011 -0.012
Si -1.308 3.967 18.908 -0.01 0.011 -0.025
Si -3.993 6.766 18.976 -0.019 0 -0.045
Si -1.315 -6.84 18.947 -0.026 -0.004 0.002
Si -3.941 -4.199 18.747 -0.035 -0.006 -0.03
Si -1.288 -1.282 18.83 0.024 0.009 -0.008
Si 0.078 -0.018 20.293 0.003 -0.012 0.042
Si 2.721 2.691 20.343 -0.009 -0.001 0.06
Si 0.056 5.295 20.268 0.021 -0.024 0.082
Si 2.663 8.151 20.156 0.004 -0.001 0.057
Si -0.069 -5.405 20.319 0.007 0.035 0.038
Si 2.638 -2.785 20.397 0.015 0.008 0.043
Si 5.424 -0.054 20.258 0.026 -0.006 0.059
Si 8.044 2.65 20.373 0.013 -0.007 0.048
Si 5.327 5.468 20.243 0.001 0.016 0.047
Si 8.049 8.093 20.252 0.013 0.001 0.026
Si 5.193 -5.563 20.037 -0.015 0.002 0.025
Si 7.991 -2.793 20.446 0.019 0.014 0.034
Si -5.297 -0.02 20.365 0.027 0.011 0.055
Si -2.588 2.595 20.35 0.024 -0.03 0.027
Si -5.416 5.464 20.36 0.008 0.012 0.057
Si -2.564 -8.255 20.351 0.007 -0.054 0.073
Si -5.14 -5.477 20.281 0.021 -0.041 0.034
Si -2.626 -2.777 19.977 0.002 -0.01 0.023
Si 1.069 -1.592 21.729 0.244 0.062 -0.667
Si 4.396 1.583 21.54 -0.218 -0.081 -0.758
Si 1.177 3.823 21.716 0.177 0.116 -0.782
Si 4.216 7.102 21.54 -0.029 -0.198 -0.764
Si 1.449 -6.706 21.508 -0.147 -0.033 -0.612
Si 3.684 -4.563 21.523 0.038 0.174 -0.79
Si 6.763 -1.25 21.777 -0.054 -0.184 -0.655
Si -6.807 1.241 21.674 0.26 0.18 -0.705
Si 6.458 3.936 21.574 0.253 0.104 -0.743
Si -6.382 7.199 21.676 -0.056 -0.143 -0.748
Si 6.362 -7.042 21.348 0.12 -0.104 -0.653
Si 9.608 -3.944 21.722 -0.227 -0.116 -0.704
Si -4.09 -1.744 21.403 -0.112 0.257 -0.666
Si -0.948 1.515 21.732 -0.29 -0.076 -0.722
Si -3.868 4.152 21.518 -0.232 -0.236 -0.705
Si -1.555 6.308 21.589 0.209 0.399 -0.775
Si -4.005 -7.032 21.707 0.103 0.182 -0.704
Si -1.227 -3.736 21.557 0.047 -0.25 -0.704
Si 3.322 8.09 -2.474 -0.028 0.049 0.04
Si 12.801 -3.115 -7.268 -0.074 -0.06 -0.075
Si 0.111 -7.232 24.197 0.017 -0.073 -0.142
Si -2.331 4.862 -6.595 0.133 -0.111 -0.084
Si 2.375 6.633 -5.178 0.045 0.103 0.038
Si -2.248 -5.434 23.821 -0.05 -0.054 -0.187
Si 6.346 -0.524 -3.101 0.065 -0.076 0.074
Si 4.142 -7.64 -6.444 -0.055 -0.012 0
Si -0.008 0.284 -2.39 -0.026 -0.058 0.168
Si -8.564 -6.932 25.887 -0.107 0.03 -0.058
Si -6.081 -3.998 -4.369 -0.047 0.011 0.03
Si 7.601 -5.229 23.655 0.037 0.109 -0.11
Si -7.335 -1.433 -4.539 -0.064 0.007 0.044
Si -5.902 4.56 -4.95 0.1 -0.132 0.081
Si -4.019 2.37 -3.823 -0.059 0.023 0.042
Si 2.701 5.599 23.886 -0.034 -0.034 -0.114
Si -7.817 -4.9 -6.762 -0.077 0.04 0.045
Si 4.447 0.79 24.488 0 0.028 -0.104
Si -10.021 2.182 26.1 -0.046 -0.024 -0.089
Si -8.906 2.761 -2.049 -0.019 -0.023 0.118
Si 9.127 7.988 -5.095 -0.002 -0.088 -0.003
Si 0.144 -6.796 -2.926 -0.156 -0.112 0.025
Si 3.945 -1.778 -4.586 0.124 0.096 0.095
Si -8.808 3.864 -4.987 -0.227 0.049 0.105
Si 10.514 -2.842 -5.198 0.123 -0.136 0.072
Si 1.994 -5.871 -5.218 -0.044 -0.028 0.024
Si -6.45 -2.376 -7.372 0.053 0.02 0.119
Si 2.199 -0.965 -6.858 0.05 -0.044 0.033
Si -10.503 -1.385 -4.474 0.076 0.077 -0.056
Si 5.201 -5.701 -2.456 -0.076 -0.003 0.16
Si -7.206 6.869 24.647 0.064 0.043 -0.087
Si -5.56 0.104 -2.345 0.101 -0.124 -0.04
Si 2.485 2.204 -2.463 -0.066 0.002 0.115
Si -3.627 -1.426 26.156 0.016 -0.004 -0.129
Si 3.796 3.616 25.757 -0.018 -0.027 0.025
Si -2.71 -0.127 23.513 0.097 0.067 -0.006
Si -1.488 1.948 -7.253 -0.145 -0.044 -0.033
Si -2.015 0.12 -4.85 0.044 0.048 0.104
Si 0.094 6.687 -7.209 0.128 0.036 0.053
Si 1.874 -0.823 24.712 -0.019 0.035 -0.195
Si -4.768 2.14 23.646 -0.078 0.103 -0.007
Si -6.004 -5.896 -2.005 -0.134 -0.077 0.146
Si 6.59 6.984 -6.071 0.09 -0.101 0.001
Si 1.379 -2.887 -4.757 -0.12 0.006 0.036
Si -1.576 6.626 24.624 -0.149 -0.027 -0.184
Si 5.356 -3.21 23.862 -0.012 0.155 -0.079
Si 5.939 -4.15 -5.107 -0.008 0.098 0.015
Si -0.374 6.406 -2.306 0.161 0.155 -0.008
Si 3.034 3.552 -5.241 -0.021 0.021 -0.083
Si -4.496 6.145 25.74 0.13 -0.027 -0.095
Si -1.085 -4.179 -3.193 0.053 -0.049 0.039
Si 9.355 2.514 24.422 -0.094 -0.109 -0.044
Si 5.835 4.008 -6.505 0.069 0.032 -0.097
Si -2.613 5.012 -3.588 0 0 0.147
Si 1.338 -1.332 5.168 0.003 0.019 -0.014
Si 4.045 1.352 5.176 0.007 0.005 0
Si 1.348 4.075 5.231 -0.017 -0.013 -0.003
Si 4.075 6.797 5.197 0.01 0.005 -0.003
Si 1.356 9.511 5.216 -0.015 -0.017 -0.001
Si 4.071 12.215 5.165 0.009 -0.01 -0.004
Si 6.745 -1.391 5.222 -0.004 0.004 0.013
Si 9.487 1.355 5.255 -0.01 0.007 0.007
Si 6.788 4.061 5.189 0.003 -0.009 0.009
Si -6.856 6.786 5.486 -0.015 -0.017 0.011
Si 6.785 9.508 5.18 -0.002 0 -0.004
Si -6.782 -4.032 5.459 0.021 -0.007 0.013
Si -4.077 -1.365 5.372 0.01 -0.008 0.012
Si -1.367 1.376 5.291 -0.013 -0.008 0.001
Si -4.099 4.078 5.33 0.013 -0.007 0.009
Si -1.375 6.842 5.243 -0.019 -0.01 0.01
Si -4.091 -6.761 5.345 -0.008 -0.008 -0.018
Si -1.369 -4.045 5.296 -0.021 0.004 0.002
Si 2.705 -0.007 6.565 0.007 0.006 0.001
Si 5.423 2.7 6.555 -0.004 -0.004 0.003
Si 2.722 5.437 6.578 -0.004 0.005 0
Si 5.438 8.149 6.568 -0.004 -0.001 0.006
Si 2.727 10.869 6.57 -0.002 -0.001 -0.002
Si 5.404 -2.757 6.582 0.006 0.007 0.001
Si 8.122 -0.028 6.591 -0.009 -0.001 0.003
Si -5.445 2.742 6.738 0.003 0.011 -0.01
Si -8.202 5.436 6.84 0.011 0.008 0.003
Si -5.439 -8.133 6.734 0.002 -0.008 -0.007
Si -8.15 -5.413 6.809 -0.009 0.001 0.001
Si -5.41 -2.694 6.789 0.003 -0.002 0.003
Si -2.707 0.016 6.682 -0.007 -0.003 0.004
Si 0.004 2.732 6.63 0.001 0.003 0
Si -2.715 5.464 6.64 0.002 0 -0.004
Si 0.002 8.169 6.612 0.004 0.017 -0.004
Si -2.713 -5.411 6.683 0.012 0.015 0
Si 0.012 -2.677 6.608 -0.013 -0.005 0.001
Si 1.37 1.353 7.964 -0.019 -0.009 -0.004
Si 4.083 4.069 7.94 0.004 0.009 -0.007
Si 1.364 6.789 7.959 -0.009 -0.01 -0.006
Si 4.081 9.506 7.945 0.002 -0.003 -0.005
Si 1.373 -4.077 7.943 0.016 0.017 -0.008
Si 4.059 -1.375 7.94 -0.006 -0.012 -0.002
Si 6.771 1.343 7.949 -0.004 0 -0.004
Si -6.797 4.081 8.135 -0.011 0.002 0.004
Si 6.787 6.787 7.953 0 0.003 0.001
Si -6.786 -6.79 8.13 -0.001 0.016 -0.003
Si 6.782 -4.103 7.956 -0.005 -0.004 -0.006
Si -6.799 -1.334 8.129 -0.005 -0.012 -0.01
Si -4.074 1.361 8.06 0 -0.01 -0.005
Si -1.356 4.09 7.997 -0.004 -0.007 -0.001
Si -4.064 6.804 8.047 0.01 0.009 -0.006
Si -1.341 -6.793 8.001 -0.002 -0.003 -0.003
Si -4.051 -4.078 8.096 -0.017 0.003 0.003
Si -1.339 -1.352 8.018 -0.008 0.005 -0.003
Si 0.023 0.009 9.36 -0.003 -0.002 0.006
Si 2.733 2.712 9.32 0.01 -0.004 -0.003
Si 0.018 5.437 9.347 0.001 0.013 0.001
Si 2.73 8.144 9.322 0.002 0.005 0
Si 0.026 -5.432 9.34 -0.015 0.003 -0.003
Si 2.721 -2.731 9.325 0.003 0.002 0.002
Si 5.425 -0.025 9.313 -0.002 -0.001 0.001
Si -8.152 2.748 9.525 -0.01 0.012 0.006
Si 5.436 5.421 9.323 0.003 0 0.002
Si -8.143 -8.145 9.509 -0.004 -0.002 -0.005
Si 5.435 -5.465 9.328 0.002 0.006 0.002
Si -8.157 -2.695 9.497 0.001 0.002 -0.001
Si -5.422 0.021 9.46 -0.003 0.009 0
Si -2.703 2.73 9.386 -0.013 0.004 0.002
Si -5.419 5.458 9.443 -0.003 -0.005 -0.001
Si -2.694 8.169 9.381 0.005 0.002 0
Si -5.42 -5.426 9.461 0.014 -0.014 0.004
Si -2.683 -2.705 9.411 0.011 -0.007 0.007
Si 1.375 -1.372 10.703 -0.004 -0.007 0.003
Si 4.084 1.341 10.684 0 -0.002 -0.004
Si 1.378 4.066 10.699 -0.011 -0.005 -0.001
Si 4.081 6.778 10.697 0.002 0 -0.002
Si 1.378 9.508 10.69 0.006 0 -0.004
Si 4.083 -4.095 10.687 -0.001 -0.001 -0.002
Si 6.782 -1.379 10.695 0 0.002 -0.002
Si -6.781 1.367 10.841 -0.009 -0.006 -0.001
Si -9.498 4.094 10.911 0.008 0.01 0.009
Si -6.774 -9.52 10.834 0.006 0.009 0.005
Si -9.505 -6.789 10.874 -0.01 -0.004 -0.002
Si -6.781 -4.065 10.826 -0.007 -0.007 -0.005
Si -4.049 -1.355 10.783 -0.007 -0.015 -0.001
Si -1.337 1.362 10.732 -0.001 -0.006 -0.003
Si -4.061 4.072 10.77 0.008 0.001 -0.005
Si -1.336 6.792 10.719 -0.011 0 -0.001
Si -4.052 9.509 10.771 -0.009 0.005 0.001
Si -1.324 -4.09 10.736 0.005 0.007 0.007
Si 2.735 -0.013 12.056 0.001 0.002 0.003
Si 5.438 2.686 12.064 -0.004 -0.005 -0.001
Si 2.733 5.415 12.071 0.006 0.005 0.006
Si 5.433 8.129 12.079 0.003 0.008 0.001
Si 2.735 10.862 12.053 0.007 0.008 0.001
Si 5.435 -2.741 12.062 0.006 0.002 -0.002
Si 8.131 -0.03 12.083 -0.002 0 -0.003
Si -5.411 2.732 12.17 -0.003 0.006 0.007
Si -8.123 5.458 12.234 -0.01 -0.005 0.009
Si -5.399 -8.159 12.159 0.009 0.005 0.001
Si -8.132 -5.421 12.202 0.001 0 0
Si -5.407 -2.705 12.162 0.004 0.005 0.003
Si -2.683 0.007 12.119 -0.001 0.006 0.001
Si 0.028 2.716 12.082 -0.001 0.004 0.006
Si -2.687 5.432 12.093 -0.004 0.004 0.001
Si 0.026 8.148 12.066 -0.005 0.005 0.006
Si -2.692 -5.444 12.102 -0.005 -0.017 -0.006
Si 0.03 -2.728 12.084 -0.005 -0.001 0.007
Si 1.381 1.338 13.427 -0.003 0 0.002
Si 4.085 4.036 13.431 0.012 -0.017 0.002
Si 1.369 6.775 13.43 -0.006 0 0.008
Si 4.07 9.496 13.43 -0.002 0.004 -0.001
Si 1.392 -4.098 13.424 0.001 -0.013 0.002
Si 4.089 -1.37 13.421 -0.005 0.001 0
Si 6.785 1.331 13.451 0.001 0.003 -0.001
Si -6.764 4.075 13.564 0.005 0.008 0.01
Si 6.785 6.771 13.46 -0.005 0.004 0.003
Si -6.752 -6.794 13.522 -0.003 -0.009 0.001
Si 6.77 -4.104 13.448 -0.007 0.006 0.001
Si 9.467 -1.385 13.481 -0.008 0.006 0.003
Si -4.036 1.36 13.497 0.003 -0.011 0.003
Si -1.329 4.078 13.448 -0.024 0.008 -0.003
Si -4.043 6.763 13.478 0.007 -0.009 -0.003
Si -1.342 9.492 13.432 -0.012 0.019 -0.002
Si -4.04 -4.09 13.484 -0.003 -0.003 -0.002
Si -1.326 -1.377 13.457 0.008 -0.014 0.002
Si 0.038 -0.019 14.8 -0.001 0.002 -0.004
Si 2.732 2.679 14.805 -0.002 -0.013 0.003
Si 0.021 5.423 14.817 -0.005 0.006 0.001
Si 2.715 8.133 14.791 0.001 0.005 0.004
Si 0.015 -5.458 14.76 0.002 -0.01 0.008
Si 2.743 -2.729 14.78 0.007 -0.003 0.005
Si 5.429 -0.025 14.814 0 0.002 0.001
Si 8.127 2.671 14.85 0.004 -0.012 -0.001
Si 5.442 5.379 14.803 -0.007 -0.004 0.006
Si 8.136 8.118 14.853 -0.003 -0.002 0.004
Si 5.408 10.857 14.804 0.008 0.001 0.005
Si 8.106 -2.751 14.84 0.002 -0.003 0.001
Si -5.386 0.014 14.88 0.004 0.008 0.013
Si -2.673 2.731 14.829 0.01 0.007 0.011
Si -5.383 5.431 14.889 0.006 0.009 0.011
Si -2.67 8.109 14.805 -0.011 0.005 0.002
Si -5.387 -5.44 14.866 -0.003 0.004 0.002
Si -2.678 -2.734 14.831 -0.007 -0.001 -0.004
Si 18.164 -1.506 0.024 -0.359 0.101 0.716
Si 20.675 1.478 -0.193 -0.238 0.118 0.657
Si 17.497 4.4 0.057 0.173 -0.167 0.791
Si 20.863 6.535 0.337 -0.215 0.036 0.747
Si 17.56 -6.657 0.02 0.16 -0.107 0.658
Si 20.242 -3.861 0.194 0.15 -0.135 0.814
Si 22.752 -0.942 -0.218 0.247 -0.117 0.748
Si 26.205 1.277 0.156 -0.269 0.01 0.701
Si 23.109 4.321 0.164 0.179 -0.217 0.69
Si 25.563 7.165 0.124 0.198 -0.156 0.783
Si 23.284 9.319 0.178 -0.113 0.184 0.737
Si 10.035 12.06 -0.172 -0.408 0.211 0.647
Si 11.963 -1.179 -0.076 0.24 -0.121 0.716
Si 14.839 1.506 0.114 0.111 -0.069 0.71
Si 12.613 3.718 -0.157 -0.249 0.208 0.716
Si 15.222 6.55 0.028 -0.164 0.154 0.751
Si 12.214 9.786 0.065 0.107 -0.249 0.669
Si 15.338 -4.396 -0.119 -0.19 0.233 0.692
Si 19.189 0.188 1.253 0.025 0.007 -0.048
Si 21.848 2.775 1.372 -0.014 0.005 -0.057
Si 19.101 5.446 1.426 -0.024 0.012 -0.043
Si 21.868 8.162 1.614 0.014 0.004 -0.058
Si 19.079 -5.484 1.396 -0.017 0.013 -0.049
Si 21.82 -2.561 1.305 0.01 0.022 -0.057
Si 24.455 0.055 1.184 -0.015 -0.006 -0.034
Si 10.898 2.666 1.1 -0.002 -0.025 -0.057
Si 24.618 5.497 1.48 -0.002 0.02 -0.062
Si 10.894 8.112 1.082 -0.017 -0.033 -0.054
Si 24.477 10.889 1.443 0.008 -0.015 -0.055
Si 10.937 -2.724 1.347 0.004 -0.006 -0.048
Si 13.588 -0.076 1.251 -0.015 -0.004 -0.051
Si 16.385 2.759 1.337 -0.016 0.023 -0.053
Si 13.616 5.359 1.237 0.01 -0.012 -0.068
Si 16.365 8.138 1.335 0 -0.006 -0.04
Si 13.731 -5.359 1.359 0.02 -0.003 -0.067
Si 16.401 -2.681 1.135 0.03 -0.008 -0.039
Si 17.743 1.389 2.658 -0.004 0.008 0.014
Si 20.423 4.045 2.757 0.011 0 0.025
Si 17.737 6.836 2.737 0.001 0.004 0.015
Si 20.418 9.535 2.806 -0.015 0.001 0.008
Si 17.682 -4.048 2.646 -0.007 0.013 0.036
Si 20.466 -1.224 2.691 -0.025 -0.021 0.028
Si 23.186 1.375 2.69 0.029 -0.005 0.004
Si 25.975 4.098 2.78 -0.035 -0.027 0.006
Si 23.226 6.773 2.906 0.016 -0.015 0.038
Si 25.832 9.541 2.845 -0.005 -0.01 0.029
Si 23.134 12.343 2.698 -0.026 -0.011 0.007
Si 9.446 -1.433 2.594 0.005 0.03 0.029
Si 12.209 1.32 2.569 -0.008 0.026 0.039
Si 14.969 4.071 2.68 -0.003 -0.001 0.051
Si 12.217 6.764 2.511 0.03 0.026 0.007
Si 14.996 -6.821 2.682 -0.009 0.001 0.028
Si 12.345 -4.025 2.687 -0.011 -0.01 0.023
Si 15.002 -1.406 2.564 0.014 -0.02 0.01
Si 16.337 -0.01 3.944 -0.009 -0.009 0.002
Si 19.057 2.703 4.095 0.027 -0.002 -0.002
Si 16.331 5.446 4.032 -0.007 -0.014 -0.005
Si 19.058 8.172 4.134 -0.013 -0.009 0.009
Si 16.34 -5.426 4.027 0.005 0.022 -0.021
Si 19.062 -2.663 3.991 -0.011 0.015 -0.025
Si 21.823 0.052 4.098 0.012 -0.01 -0.004
Si 24.541 2.729 4.074 -0.022 0 0.006
Si 21.776 5.407 4.139 -0.012 0.022 -0.009
Si 24.53 8.175 4.23 0.017 -0.004 0.003
Si 21.782 10.954 4.076 0.021 0.01 0.004
Si 24.472 -2.685 4.125 0.003 0.019 0.005
Si 10.83 -0.027 3.919 0.014 -0.011 -0.004
Si 13.577 2.675 3.965 0.009 -0.011 -0.013
Si 10.876 5.41 3.887 0.005 -0.009 0.006
Si 13.571 8.117 3.937 0.002 -0.006 0.011
Si 10.903 -5.457 3.898 -0.004 -0.005 -0.009
Si 13.671 -2.684 4.029 0 0.002 0.034
Si 17.592 -1.389 16.255 -0.002 -0.008 0.002
Si 20.319 1.353 16.24 0.003 0.004 -0.018
Si 17.581 4.067 16.276 -0.002 -0.015 -0.007
Si 20.32 6.832 16.259 0.013 0.001 -0.005
Si 17.584 -6.819 16.33 -0.002 -0.009 0.009
Si 20.36 -4.087 16.287 -0.007 0.003 -0.009
Si 23.053 -1.395 16.294 -0.013 -0.002 0.006
Si 9.475 1.316 16.239 0 -0.001 -0.011
Si 23.069 4.127 16.26 0.01 0.004 -0.004
Si 9.472 6.75 16.258 -0.006 0.014 -0.006
Si 23.071 9.565 16.318 0.015 0.003 -0.005
Si 9.442 -4.116 16.221 -0.006 0.01 0.002
Si 12.133 -1.401 16.282 -0.003 -0.003 -0.007
Si 14.838 1.335 16.26 0.003 -0.001 -0.002
Si 12.154 4.051 16.299 -0.006 0 0.003
Si 14.873 6.773 16.308 0.003 -0.004 0.007
Si 12.165 -6.87 16.269 0.007 -0.005 0.004
Si 14.882 -4.133 16.278 -0.005 0.004 -0.006
Si 18.998 -0.056 17.586 0.007 0.003 -0.013
Si 21.641 2.789 17.543 -0.017 -0.005 0
Si 18.935 5.483 17.593 0 -0.006 -0.018
Si 21.71 8.165 17.617 -0.003 0.01 0.01
Si 18.996 -5.437 17.633 -0.005 0.006 0.003
Si 21.707 -2.757 17.703 0.013 0.003 -0.002
Si 24.491 -0.044 17.557 0.021 -0.001 0.003
Si 10.799 2.662 17.663 0.008 0.007 -0.011
Si 24.464 5.458 17.631 -0.023 -0.006 -0.002
Si 10.805 8.102 17.661 0.016 -0.015 0.011
Si 24.391 10.969 17.707 -0.014 -0.002 -0.015
Si 10.771 -2.789 17.639 -0.005 0.002 0.013
Si 13.46 -0.003 17.644 -0.001 0.014 -0.005
Si 16.216 2.672 17.613 -0.003 0.02 0.001
Si 13.496 5.426 17.68 0.001 -0.001 0.02
Si 16.21 -8.192 17.715 0.012 0.006 -0.017
Si 13.534 -5.528 17.633 -0.003 -0.009 -0.008
Si 16.24 -2.756 17.622 0.013 -0.018 0.016
Si 17.635 1.295 18.898 -0.002 0.02 -0.031
Si 20.298 4.167 18.939 0.031 -0.007 -0.02
Si 17.601 6.764 19.053 -0.01 -0.013 0.002
Si 20.38 -6.788 18.98 0.002 0.024 -0.036
Si 17.653 -4.07 18.997 0.039 0.001 -0.02
Si 20.32 -1.4 19.014 -0.049 -0.002 0.008
Si 23.107 1.412 18.706 0.017 0.008 -0.039
Si 9.481 4.003 19.077 -0.02 0.03 0.001
Si 23.093 6.81 18.954 0.006 -0.003 -0.028
Si 9.392 9.498 18.937 -0.009 -0.001 -0.023
Si 23.066 -4.028 19.18 0.032 0.011 -0.003
Si 25.724 -1.392 19.068 -0.038 -0.012 -0.026
Si 12.078 1.289 19.093 0.017 -0.03 0.003
Si 14.845 4.005 18.996 -0.007 0.002 -0.024
Si 12.142 6.768 19.115 0.009 -0.01 -0.024
Si 14.843 -6.844 19.104 -0.017 -0.011 -0.005
Si 12.143 -4.198 18.957 -0.017 -0.006 -0.023
Si 14.837 -1.387 18.929 0.012 -0.001 -0.014
Si 16.303 -0.098 20.237 -0.01 -0.004 0.027
Si 18.895 2.775 20.215 -0.038 0.003 0.034
Si 16.204 5.368 20.374 -0.021 0.001 0.057
Si 19.028 8.163 20.321 -0.009 -0.002 0.042
Si 16.306 -5.466 20.338 0.019 0.005 0.036
Si 18.989 -2.738 20.474 -0.01 -0.003 0.063
Si 21.793 0.091 20.044 0.061 -0.04 0.024
Si 24.381 2.711 20.151 -0.008 -0.01 0.058
Si 21.731 5.47 20.309 0.003 -0.011 0.031
Si 24.39 8.23 20.304 -0.016 -0.006 0.05
Si 21.715 -5.481 20.458 -0.003 -0.026 0.062
Si 24.332 -2.609 20.646 0.013 0.03 0.068
Si 10.691 -0.118 20.45 0.001 -0.012 0.065
Si 13.491 2.641 20.418 0.017 0.015 0.051
Si 10.834 5.323 20.523 0.03 0.016 0.052
Si 13.443 8.187 20.556 -0.031 -0.022 0.055
Si 10.723 10.828 20.347 0.012 0.02 0.039
Si 13.478 -2.784 20.254 -0.019 0.007 0.029
Si 17.317 -1.617 21.725 0.264 0.09 -0.678
Si 20.615 1.654 21.239 -0.138 0.004 -0.665
Si 17.253 3.68 21.638 0.165 0.203 -0.754
Si 20.623 7.054 21.622 -0.041 -0.091 -0.653
Si 17.897 -6.616 21.656 -0.172 -0.056 -0.757
Si 20.114 -4.384 21.764 0.153 0.221 -0.683
Si 23.153 -0.771 21.749 -0.117 -0.388 -0.681
Si 9.012 0.966 21.736 0.098 0.085 -0.736
Si 22.874 3.83 21.539 0.12 0.197 -0.659
Si 9.558 6.95 21.652 -0.121 -0.245 -0.742
Si 22.867 -7.068 21.785 0.119 0.189 -0.659
Si 26.096 -3.707 21.827 -0.307 -0.204 -0.705
Si 11.884 -1.775 21.654 0.043 0.21 -0.726
Si 15.115 1.374 21.544 -0.242 -0.059 -0.685
Si 12.505 4.217 21.893 -0.271 -0.196 -0.737
Si 14.659 6.528 21.708 0.069 0.2 -0.754
Si 11.69 9.286 21.827 0.379 0.112 -0.716
Si 15.111 -3.859 21.528 -0.025 -0.109 -0.66
Si 20.514 6.595 -2.547 -0.035 -0.169 -0.002
Si 23.808 7.162 26.082 -0.04 0.064 -0.063
Si 16.114 -7.994 23.816 -0.02 0.045 -0.088
Si 17.686 -0.851 -2.967 0.027 -0.036 -0.006
Si 18.745 6.682 -6.34 -0.129 -0.056 -0.077
Si 20.568 -0.375 -7.053 -0.066 0.095 0.053
Si 23.595 -1.571 -3.22 -0.056 0.062 0.176
Si 21.613 7.789 -6.58 0.006 0.102 -0.005
Si 15.477 0.844 -2.771 0.025 -0.001 0.014
Si 12.521 -6.113 -7.004 0.055 0.064 -0.059
Si 9.583 -5.509 -6.03 0.057 -0.041 0.039
Si 20.975 0.186 23.654 0.084 -0.123 -0.092
Si 13.672 1.807 -6.81 -0.042 -0.062 0.037
Si 7.328 0.516 25.608 0.025 -0.045 -0.03
Si 10.743 6.689 -2.802 -0.053 -0.021 0.014
Si 20.181 5.708 24.355 0.042 -0.107 -0.021
Si 8.431 2.542 -5.367 -0.071 -0.022 0.06
Si 20.774 2.875 24.896 -0.072 -0.004 -0.204
Si 11.424 2.94 -5.6 0.016 -0.13 -0.047
Si 7.758 2.089 -2.357 -0.06 -0.036 0.139
Si 23.226 7.528 -4.022 0.009 -0.029 0.087
Si 18.926 -7.407 -2.744 -0.036 -0.033 0.081
Si 21.805 -3.824 -4.374 -0.052 -0.009 0.047
Si 7.806 -1.677 -5.601 -0.199 -0.102 -0.021
Si 26.45 0.183 -6.281 0.004 -0.043 -0.062
Si 14.633 -5.273 24.215 0.087 -0.037 -0.083
Si 1.9 7.719 25.965 0.092 -0.058 -0.083
Si 11.94 -6.057 24.881 -0.107 -0.078 -0.096
Si 11.482 -3.032 -2.389 -0.133 0.04 0.188
Si 21.48 -5.655 -2.058 -0.039 -0.089 0.212
Si 8.079 5.283 23.838 -0.049 0.023 -0.083
Si 14.018 -4.224 -2.989 0.067 -0.047 0.096
Si 19.443 3.62 -2.27 0.14 -0.036 0.15
Si 19.291 2.29 -7.018 0.014 -0.035 0.001
Si 18.102 3.892 24.649 -0.023 -0.058 -0.112
Si 13.475 -0.114 23.746 0.051 0.03 -0.049
Si 14.927 3.402 -4.349 -0.033 -0.048 -0.095
Si 15.002 -1.07 -6.877 0.163 0.06 -0.037
Si 17.239 -7.055 -5.262 0.144 -0.017 0.076
Si 22.112 2.048 -6.483 -0.038 -0.067 -0.091
Si 12.18 2.534 24.604 0.117 0.161 -0.016
Si 14.27 -6.941 -4.57 -0.007 0.215 0.027
Si 24.115 1.303 -4.438 0.039 -0.101 -0.021
Si 15.244 -1.663 -4.014 -0.066 -0.064 -0.002
Si 21.191 -5.357 -6.938 -0.122 -0.075 -0.006
Si 20.134 -3.783 24.69 0.095 0.038 -0.016
Si 19.369 -2.34 -4.971 -0.095 0.033 -0.031
Si 12.331 4.285 -3.264 0.085 -0.056 0.199
Si 17.928 3.923 -4.945 0.079 0.02 0.053
Si 18.114 -4.436 -6.683 0.144 0.042 0.059
Si 13.392 8.015 -2.015 0.101 0.094 0.109
Si 24.428 5.418 23.804 -0.043 -0.038 -0.111
Si 18.536 -1.337 24.541 0.011 -0.002 -0.147
Si 3.046 -3.127 26.076 0.102 -0.069 -0.2
Si 17.676 -1.346 5.361 -0.004 -0.006 0.008
Si 20.423 1.367 5.455 0.001 -0.007 0.004
Si 17.675 4.081 5.407 -0.01 0.007 0.008
Si 20.411 6.792 5.466 -0.005 -0.008 0.013
Si 17.673 9.547 5.426 -0.003 0.011 0.01
Si 20.39 12.294 5.408 -0.009 0.017 0.002
Si 23.12 -1.334 5.482 -0.009 0.002 0.013
Si 25.85 1.367 5.485 -0.002 -0.005 0.001
Si 23.152 4.051 5.465 0.01 0.001 -0.001
Si 9.509 6.792 5.227 0.021 0.019 0.008
Si 23.114 9.568 5.474 -0.011 0.015 0.003
Si 9.494 -4.117 5.24 0.002 -0.004 0.006
Si 12.225 -1.345 5.308 0.009 0.005 0.009
Si 14.954 1.332 5.322 0.005 -0.002 0.009
Si 12.217 4.062 5.293 -0.005 0.002 0.006
Si 14.933 6.796 5.349 0.002 0.013 0.008
Si 12.222 -6.826 5.293 0.011 0.007 0.016
Si 14.971 -4.085 5.386 0.003 -0.002 0.023
Si 19.024 -0.003 6.763 0.012 -0.003 -0.003
Si 21.769 2.719 6.827 -0.002 -0.005 -0.006
Si 19.021 5.434 6.792 0.008 0.005 -0.001
Si 21.754 8.179 6.811 -0.008 -0.002 -0.002
Si 19.036 10.911 6.77 -0.01 0.002 -0.003
Si 21.738 -2.696 6.809 0.008 0.004 -0.002
Si 24.482 0.015 6.844 0 -0.009 -0.001
Si 10.845 2.703 6.642 0.009 -0.005 0.003
Si 8.138 5.424 6.58 -0.01 0.008 -0.006
Si 10.855 8.129 6.64 0.001 -0.006 -0.002
Si 8.134 -5.476 6.596 0.007 -0.001 -0.001
Si 10.851 -2.745 6.623 -0.002 0.005 -0.003
Si 13.579 -0.006 6.694 -0.004 0.003 -0.005
Si 16.292 2.699 6.72 0.004 -0.009 -0.006
Si 13.57 5.416 6.685 0.006 -0.009 -0.002
Si 16.281 8.163 6.732 -0.005 0.005 -0.002
Si 13.57 -5.462 6.685 0.008 -0.005 0.002
Si 16.322 -2.714 6.736 -0.004 -0.008 -0.003
Si 17.647 1.356 8.109 0 -0.004 -0.006
Si 20.382 4.081 8.159 0.003 0.009 0
Si 17.636 6.803 8.111 0.002 -0.005 -0.005
Si 20.372 9.535 8.145 0.006 0.008 0
Si 17.656 -4.071 8.123 0.004 0.017 0.006
Si 20.364 -1.35 8.156 -0.016 -0.012 0.004
Si 23.108 1.362 8.199 -0.006 0.001 0.001
Si 9.483 4.073 7.984 0.007 -0.002 -0.004
Si 23.112 6.805 8.166 0.01 0.001 -0.007
Si 9.488 9.495 7.989 -0.006 -0.01 0.002
Si 23.098 -4.059 8.173 -0.01 0.005 -0.009
Si 9.487 -1.378 7.978 0.01 0.005 -0.008
Si 12.203 1.355 8.031 0.014 0.01 0.003
Si 14.92 4.061 8.068 -0.001 0.005 0
Si 12.204 6.781 8.032 -0.002 0.009 0.002
Si 14.915 -6.805 8.081 -0.004 0.001 0.004
Si 12.198 -4.094 8.025 -0.009 -0.016 -0.001
Si 14.927 -1.367 8.074 0 0 0
Si 16.274 -0.01 9.457 0.003 0 -0.001
Si 18.998 2.714 9.49 0.009 -0.004 -0.002
Si 16.268 5.426 9.448 -0.001 0.002 -0.005
Si 18.993 8.164 9.48 -0.014 0.004 -0.004
Si 16.273 -5.445 9.453 0.002 -0.001 -0.003
Si 18.998 -2.716 9.501 0.007 -0.007 0.001
Si 21.722 0.003 9.527 0.001 -0.006 -0.001
Si 8.129 2.696 9.336 -0.006 0.001 -0.003
Si 21.734 5.449 9.519 -0.008 -0.002 -0.004
Si 8.136 8.13 9.351 0.006 -0.002 0.004
Si 21.73 -5.431 9.511 0.009 -0.006 -0.001
Si 8.137 -2.748 9.34 0.001 0 -0.002
Si 10.841 -0.027 9.371 0.004 -0.002 -0.004
Si 13.55 2.702 9.42 -0.009 -0.006 0
Si 10.838 5.415 9.379 0.001 -0.002 0.001
Si 13.55 8.14 9.419 0.011 0.001 -0.001
Si 10.839 -5.466 9.377 0.004 0.004 0.004
Si 13.554 -2.741 9.414 0.006 -0.001 0.002
Si 17.617 -1.366 10.845 0.003 -0.001 0.005
Si 20.347 1.362 10.87 -0.001 0.002 0.002
Si 17.62 4.076 10.832 -0.003 0.002 0.001
Si 20.347 6.806 10.855 0.013 0.006 -0.001
Si 17.62 9.515 10.831 0.002 -0.001 0.004
Si 20.354 -4.079 10.859 -0.007 0.01 0.002
Si 23.079 -1.354 10.891 -0.004 0.003 0.002
Si 9.481 1.341 10.724 -0.002 0.004 0.001
Si 6.785 4.061 10.706 -0.006 0.002 0.001
Si 9.487 6.778 10.74 0 0.003 0.005
Si 6.782 -6.825 10.713 -0.003 -0.003 -0.002
Si 9.482 -4.103 10.736 0.002 -0.004 0.001
Si 12.186 -1.381 10.769 -0.004 0.004 0.002
Si 14.898 1.346 10.803 0.001 0.008 -0.003
Si 12.184 4.061 10.769 0.009 0.003 0.005
Si 14.899 6.784 10.799 -0.005 -0.002 0.003
Si 12.189 9.503 10.772 -0.003 -0.009 0.004
Si 14.901 -4.093 10.807 0.004 -0.006 0.003
Si 18.971 -0.004 12.211 0.001 -0.005 0.002
Si 21.708 2.722 12.235 -0.009 -0.002 -0.002
Si 18.974 5.44 12.203 -0.003 -0.001 0
Si 21.703 8.173 12.216 -0.002 -0.004 -0.002
Si 18.978 10.876 12.197 0.009 -0.004 -0.002
Si 21.707 -2.721 12.225 0.006 -0.007 0.001
Si 24.444 0.003 12.249 0.002 0.005 -0.009
Si 10.826 2.689 12.122 0.002 -0.004 -0.001
Si 8.136 5.407 12.098 0.005 -0.005 0.004
Si 10.838 8.128 12.129 0.001 0.001 0.004
Si 8.132 -5.474 12.1 -0.001 0 0.006
Si 10.831 -2.753 12.13 0 -0.003 0.005
Si 13.536 -0.026 12.156 0.01 0.003 0.001
Si 16.243 2.712 12.178 -0.002 -0.01 -0.003
Si 13.534 5.418 12.15 -0.002 0 -0.003
Si 16.251 8.143 12.176 0 -0.004 -0.006
Si 13.539 -5.463 12.162 0.008 0.001 -0.003
Si 16.251 -2.74 12.194 0 0 0.002
Si 17.584 1.349 13.551 -0.002 0.021 0.002
Si 20.331 4.084 13.573 0.013 -0.012 0.009
Si 17.599 6.793 13.559 -0.002 0.007 0.01
Si 20.328 9.525 13.571 -0.003 0.013 0.006
Si 17.613 -4.102 13.563 0.009 -0.007 0.007
Si 20.334 -1.364 13.57 0 0.001 0.006
Si 23.077 1.361 13.594 0.008 -0.01 -0.007
Si 9.475 4.048 13.492 -0.007 0.005 0.006
Si 23.071 6.836 13.583 -0.015 0.015 0.003
Si 9.482 -6.833 13.488 0.006 -0.009 0.003
Si 23.071 -4.087 13.571 0.002 0.002 0.002
Si 25.801 -1.354 13.609 -0.015 0.011 0
Si 12.174 1.337 13.512 -0.006 -0.003 0.002
Si 14.877 4.069 13.538 -0.007 0.003 0.002
Si 12.179 6.765 13.52 0.014 -0.004 0.003
Si 14.887 9.492 13.541 0.008 -0.008 0.007
Si 12.175 -4.11 13.528 -0.002 0.002 0.006
Si 14.872 -1.39 13.546 0.001 0.001 0.005
Si 16.221 -0.022 14.909 -0.004 -0.001 -0.002
Si 18.942 2.713 14.905 -0.003 -0.005 -0.001
Si 16.227 5.429 14.916 0.008 -0.002 -0.001
Si 18.943 8.176 14.92 0.006 -0.006 0.001
Si 16.247 -5.477 14.917 0.001 -0.002 0.002
Si 18.98 -2.739 14.921 0.005 0.003 -0.005
Si 21.708 -0.014 14.928 -0.003 0.005 -0.002
Si 24.438 2.724 14.952 -0.008 -0.005 0.007
Si 21.696 5.473 14.91 -0.001 0 -0.001
Si 24.431 8.197 14.957 -0.007 0.007 0.005
Si 21.705 10.879 14.924 0.006 0.002 0.002
Si 24.422 -2.729 14.933 0.004 -0.006 0
Si 10.822 -0.04 14.868 0.006 0.009 0.002
Si 13.507 2.711 14.897 0.01 0.005 -0.005
Si 10.822 5.398 14.885 0.001 -0.006 0
Si 13.533 8.117 14.9 -0.006 0 -0.001
Si 10.822 -5.487 14.888 0.001 -0.011 0.001
Si 13.517 -2.755 14.923 0.008 -0.001 0.002
Si 34.249 -1.615 0.322 -0.141 0.185 0.775
Si 36.905 1.184 0.214 -0.258 0.132 0.741
Si 33.915 4.083 0.42 0.253 -0.23 0.68
Si 36.927 6.423 0.175 -0.046 0.192 0.663
Si 33.827 -6.635 0.037 0.192 -0.146 0.692
Si 36.498 -3.817 0.18 0.178 -0.207 0.772
Si 39.157 -1.041 0.101 0.187 -0.207 0.718
Si 42.393 1.269 0.21 -0.196 0.058 0.695
Si 39.027 4.156 0.22 0.227 0.03 0.656
Si -23.403 7.064 0.1 0.167 -0.3 0.751
Si -25.581 9.318 0.375 -0.198 -0.012 0.712
Si 26.094 11.991 0.184 -0.125 0.156 0.697
Si 28.227 -1.134 0.127 0.19 -0.083 0.733
Si 31.294 1.372 0.425 0.174 -0.298 0.726
Si 29.024 3.583 0.092 -0.384 0.411 0.627
Si 31.652 6.312 0.093 -0.322 0.505 0.626
Si 28.358 9.84 0.285 0.098 -0.065 0.707
Si 31.675 -4.341 0.234 -0.138 0.039 0.733
Si 35.389 -0.004 1.558 0.029 -0.008 -0.052
Si 37.97 2.699 1.655 0.002 -0.022 -0.065
Si 35.449 5.346 1.621 -0.007 0.011 -0.047
Si -27.209 8.056 1.469 -0.004 -0.02 -0.045
Si 35.396 -5.498 1.407 -0.005 0.007 -0.077
Si 38.134 -2.706 1.442 -0.003 0.022 -0.078
Si 40.784 0.044 1.418 0.015 0.024 -0.046
Si 27.384 2.687 1.535 0.006 -0.003 -0.051
Si -24.529 5.375 1.341 -0.012 -0.019 -0.056
Si 27.19 8.207 1.457 -0.004 -0.015 -0.069
Si -24.419 10.837 1.663 0.008 -0.003 -0.042
Si 27.169 -2.704 1.489 0.006 -0.027 -0.039
Si 29.932 -0.167 1.487 -0.034 0.003 -0.063
Si 32.742 2.597 1.744 -0.013 0.012 -0.029
Si 29.943 5.361 1.365 -0.022 -0.029 -0.061
Si 32.65 8.104 1.321 -0.005 -0.036 -0.02
Si 29.989 -5.38 1.516 0.013 -0.004 -0.038
Si 32.732 -2.806 1.613 0.004 0.013 -0.068
Si 34.099 1.271 3.024 0.02 -0.014 0.015
Si 36.7 4.025 3.051 -0.002 0.009 0.026
Si 34.027 6.816 2.793 -0.027 -0.002 0.011
Si -28.545 9.469 2.787 0.003 0.006 0.009
Si 34.101 -4.178 2.897 0.03 -0.005 0.049
Si 36.785 -1.382 2.872 0.003 -0.005 0.049
Si 39.47 1.368 2.864 -0.004 -0.021 0.032
Si -23.161 4.112 2.805 -0.022 0.001 0.016
Si -25.82 6.719 2.827 0.009 -0.009 0.015
Si -23.018 9.446 2.889 0.014 -0.043 0.027
Si -25.831 12.258 2.85 -0.012 0.013 0.011
Si 25.743 -1.316 2.709 -0.012 0.029 0.021
Si 28.663 1.277 2.887 0.01 -0.004 0.035
Si 31.282 4.058 2.876 -0.023 -0.004 0.02
Si 28.585 6.77 2.717 0.027 0.003 -0.011
Si 31.309 -6.872 2.773 0.028 0.005 0.006
Si 28.615 -4.006 2.843 -0.007 0.006 0.002
Si 31.301 -1.455 2.879 0.009 0.02 0.013
Si 32.655 -0.082 4.25 -0.017 -0.012 -0.004
Si 35.373 2.67 4.376 0.007 0.001 0.019
Si 32.662 5.452 4.176 0.016 0 -0.01
Si -29.907 8.153 4.184 -0.003 -0.007 0
Si 32.67 -5.522 4.181 -0.023 0.004 -0.015
Si 35.429 -2.763 4.225 -0.017 0.015 -0.01
Si 38.128 -0.011 4.229 -0.026 0.013 -0.015
Si -24.461 2.735 4.206 -0.007 0.006 0.007
Si -27.152 5.416 4.268 0.025 0.017 -0.014
Si -24.452 8.101 4.191 0.002 -0.002 -0.026
Si -27.192 10.852 4.158 -0.018 -0.006 0.002
Si -24.477 -2.715 4.206 0.003 0.029 0.006
Si 27.167 -0.026 4.129 0.004 -0.015 -0.005
Si 29.967 2.683 4.239 0.002 -0.014 0.012
Si 27.273 5.451 4.162 0.016 0.012 0.013
Si 29.934 8.117 4.124 -0.004 0.004 0.026
Si 27.232 -5.412 4.149 0 -0.003 -0.008
Si 29.945 -2.736 4.265 -0.023 -0.014 0.02
Si 34.013 -1.353 16.379 0.005 0 -0.007
Si 36.737 1.381 16.398 0.004 -0.002 -0.009
Si 33.989 4.082 16.391 -0.008 -0.006 -0.013
Si -28.562 6.802 16.396 -0.003 0.006 -0.007
Si 33.951 -6.815 16.391 -0.009 0.001 -0.005
Si 36.723 -4.059 16.4 0.006 -0.008 0
Si 39.437 -1.338 16.389 0.006 -0.002 -0.011
Si 25.846 1.368 16.279 -0.001 -0.002 -0.008
Si -25.81 4.114 16.409 -0.003 0.004 -0.007
Si 25.801 6.843 16.306 0.02 0.01 -0.017
Si -25.834 9.548 16.385 -0.002 -0.008 -0.011
Si 25.773 -4.066 16.314 -0.002 0.003 -0.015
Si 28.495 -1.354 16.375 -0.015 0.006 0.005
Si 31.27 1.388 16.36 0.016 0.009 -0.004
Si 28.55 4.101 16.341 -0.002 0.014 0.002
Si 31.259 6.81 16.378 0.003 -0.002 -0.004
Si 28.518 -6.82 16.34 -0.006 0.003 -0.005
Si 31.245 -4.086 16.364 0.003 0.001 -0.01
Si 35.388 0 17.744 -0.001 0 -0.011
Si 38.073 2.784 17.747 0.004 0 0.004
Si 35.328 5.458 17.748 0.016 -0.003 -0.002
Si -27.157 8.14 17.723 0.007 -0.002 -0.003
Si 35.323 -5.438 17.695 -0.013 0.012 0.002
Si 38.076 -2.682 17.772 -0.006 0.003 -0.01
Si 40.811 0.037 17.703 -0.015 -0.018 0
Si 27.175 2.743 17.669 0.004 0 -0.003
Si -24.413 5.445 17.774 -0.008 0.001 -0.017
Si 27.12 8.196 17.713 0.004 -0.009 0.016
Si -24.519 10.956 17.734 -0.006 0.01 -0.018
Si 27.115 -2.748 17.713 -0.013 0.002 0.021
Si 29.868 0.052 17.68 0.002 0.001 -0.013
Si 32.632 2.725 17.752 -0.008 0 0.016
Si 29.891 5.463 17.724 0 -0.004 0.023
Si 32.6 -8.176 17.786 0.004 0.009 -0.009
Si 29.888 -5.483 17.694 -0.008 -0.005 -0.018
Si 32.619 -2.716 17.693 0.007 -0.018 0.011
Si 34.036 1.359 19.084 -0.008 0.013 -0.019
Si 36.697 4.141 19.119 0.015 -0.004 -0.017
Si 33.965 6.771 19.15 -0.019 -0.016 -0.005
Si 36.703 -6.826 18.986 -0.016 0.007 -0.048
Si 33.956 -4.091 19.062 0.008 -0.016 -0.028
Si 36.725 -1.338 19.155 -0.011 -0.002 0
Si 39.476 1.424 19.039 0.007 -0.006 -0.03
Si 25.83 4.121 19.012 0.011 0.018 -0.02
Si -25.78 6.79 19.104 -0.006 0.019 -0.02
Si 25.758 9.63 19.035 0.024 -0.003 -0.031
Si 39.435 -4.009 19.152 0.024 -0.008 -0.02
Si 42.157 -1.307 19.071 -0.002 0.005 -0.03
Si 28.522 1.413 19.056 0.029 -0.001 -0.003
Si 31.272 4.116 19.094 0.006 0.007 -0.036
Si 28.469 6.802 19.058 0.005 -0.007 -0.048
Si 31.203 -6.822 19.122 -0.006 -0.005 -0.007
Si 28.503 -4.152 19.02 -0.033 -0.011 -0.02
Si 31.243 -1.312 18.982 0.021 -0.001 -0.015
Si 32.612 0.006 20.373 -0.004 0.012 0.037
Si 35.359 2.75 20.471 -0.011 -0.006 0.057
Si 32.617 5.429 20.561 -0.027 -0.012 0.057
Si 35.42 8.116 20.399 0.016 0.012 0.07
Si 32.607 -5.485 20.445 0.023 0.009 0.048
Si 35.297 -2.714 20.451 -0.011 -0.005 0.069
Si 38.127 0.098 20.414 0.009 -0.019 0.055
Si 40.827 2.73 20.471 -0.008 -0.013 0.065
Si 38.126 5.452 20.472 0.004 0.004 0.057
Si -24.489 8.231 20.449 -0.022 -0.003 0.043
Si 37.988 -5.428 20.345 0 0 0.076
Si 40.818 -2.627 20.505 -0.002 0.021 0.054
Si 27.167 -0.019 20.317 -0.009 -0.012 0.03
Si 29.866 2.787 20.439 0.014 0.013 0.053
Si 27.15 5.431 20.473 0.029 0.002 0.045
Si 29.779 8.165 20.456 -0.011 -0.019 0.067
Si 27.11 10.927 20.483 -0.014 0.022 0.039
Si 29.903 -2.75 20.245 -0.004 0.008 0.046
Si 33.657 -1.597 21.718 0.206 0.13 -0.706
Si 36.983 1.64 21.748 -0.112 -0.081 -0.698
Si 33.761 3.785 21.864 0.169 0.272 -0.698
Si 37.016 7.046 21.776 -0.165 -0.15 -0.701
Si 34.241 -6.676 21.675 -0.237 -0.059 -0.729
Si 36.371 -4.392 21.676 0.112 0.167 -0.782
Si 39.737 -0.932 21.75 -0.007 -0.16 -0.728
Si 25.535 1.184 21.451 0.111 -0.043 -0.662
Si 39.237 3.83 21.768 0.072 0.156 -0.695
Si 25.915 7.073 21.601 -0.024 -0.214 -0.719
Si 39.127 -6.968 21.649 0.142 0.099 -0.778
Si 42.448 -3.834 21.693 -0.181 -0.024 -0.68
Si 28.406 -1.577 21.561 0.05 0.238 -0.711
Si 31.485 1.605 21.644 -0.227 -0.124 -0.781
Si 28.76 4.344 21.851 -0.159 -0.183 -0.781
Si 30.944 6.596 21.751 0.108 0.078 -0.747
Si 28.155 9.263 21.8 0.178 0.178 -0.697
Si 31.435 -3.834 21.628 -0.075 -0.229 -0.701
Si -29.931 7.012 -4.945 0.074 0.04 0.024
Si -19.545 -3.526 -7.442 -0.042 -0.041 -0.083
Si 32.461 -7.872 23.844 0.02 0.04 -0.148
Si 31.713 -0.56 -4.658 -0.007 0.126 0.116
Si -30.578 3.91 -4.533 -0.129 0.047 0.056
Si 31.097 -5.042 24.402 0.056 0.077 0.007
Si -25.907 -1.885 -2.921 -0.018 0.005 0.13
Si -27.257 8.009 -6.368 -0.069 0.029 -0.053
Si -32.299 0.132 -1.904 0.089 0.113 0.147
Si 23.637 -6.425 24.782 -0.004 -0.019 -0.147
Si 24.979 -6.347 -4.202 -0.023 0.042 0.027
Si -24.729 -5.136 23.777 0.023 0.022 -0.173
Si 25.921 -4.488 24.909 0.155 0.079 -0.13
Si 27.979 6.859 -6.673 0.081 0.1 -0.108
Si 25.828 6.095 -2.816 -0.112 0.04 0.059
Si -28.372 6.087 24.706 -0.005 -0.129 -0.176
Si 26.066 -5.347 -6.847 0.024 -0.056 0.019
Si -29.046 1.039 24.682 -0.004 0.1 -0.066
Si 27.468 -8.104 -4.14 -0.076 -0.107 0.042
Si 25.019 3.22 -2.075 -0.074 0.13 0.213
Si -25.04 8.036 -4.158 0.028 0.082 0.085
Si -29.575 -8.065 -2.019 -0.041 -0.097 0.074
Si -27.966 -4.074 -2.853 0.045 0.078 0.046
Si 29.219 2.951 -2.933 0.213 -0.039 0.192
Si -28.679 -3.589 24.614 -0.066 -0.019 -0.112
Si 32.198 1.246 -6.791 -0.029 -0.046 -0.028
Si 25.999 -2.439 -7.353 0.049 0.043 -0.008
Si 28.542 -6.227 24.83 -0.083 -0.063 -0.162
Si 25.726 -3.606 -2.767 0.039 -0.06 0.089
Si -26.822 -6.558 -2.296 0.024 -0.025 -0.058
Si -31.1 -5.523 -7.35 0.043 -0.099 -0.05
Si 30.892 -3.887 -2.603 0.059 0.006 0.089
Si -30.19 2.401 -1.977 -0.007 -0.066 0.176
Si -30.307 2.356 -7.252 -0.085 -0.004 0.003
Si -30.512 3.864 24.878 -0.056 -0.034 -0.112
Si 29.692 0.205 23.727 -0.062 0.015 -0.148
Si 32.509 7.769 -5.324 0.078 -0.083 0.032
Si 28.691 0.31 -4.312 0.072 0.023 0.064
Si 27.37 2.351 23.706 0.053 0.098 -0.103
Si -30.823 -1.427 24.682 0.033 0.024 -0.111
Si 25.636 3.603 25.704 -0.035 -0.004 -0.011
Si 31.727 -6.015 -6.276 -0.002 0.022 -0.037
Si -25.719 -0.139 -5.373 0.054 0.053 0.054
Si 28.431 -2.299 -2.799 -0.06 0.027 0.135
Si -28.301 -5.521 -7.215 -0.137 -0.015 0.046
Si -26.178 -2.36 24.375 0.027 -0.048 -0.119
Si 32.579 -3.367 -4.924 0.195 -0.043 0.082
Si 31.106 7.019 -2.907 0.015 -0.091 0.039
Si 31.574 3.396 -4.714 -0.015 -0.12 0.063
Si -29.942 -4.241 -5.174 0.097 -0.014 -0.041
Si 29.745 -6.831 -2.437 -0.089 0.11 0.155
Si -25.616 4.578 24.697 0.066 -0.002 -0.07
Si -27.832 0.63 -7.431 0.061 0.043 -0.129
Si 29.383 5.221 -4.624 0.156 0.013 0.12
Si 34.033 -1.43 5.581 0.016 0 0.006
Si 36.782 1.317 5.638 0.013 -0.016 0.013
Si 33.987 4.094 5.596 -0.03 -0.006 0.018
Si -28.537 6.806 5.557 -0.009 -0.007 0.006
Si 34.026 9.488 5.57 -0.003 0.002 -0.006
Si -28.512 12.199 5.574 0.015 0.007 0.004
Si -25.81 -1.367 5.588 0.002 0.002 0.014
Si -23.104 1.356 5.544 -0.001 -0.007 0.006
Si -25.801 4.062 5.61 -0.001 0.003 0.008
Si 25.899 6.797 5.532 -0.003 -0.008 0.016
Si -25.811 9.503 5.516 -0.007 -0.005 0.004
Si 25.848 -4.051 5.481 0.007 0.001 -0.006
Si 28.536 -1.358 5.531 0.003 0.027 0.004
Si 31.323 1.33 5.584 -0.001 0.013 0.017
Si 28.588 4.068 5.54 -0.003 -0.005 0.013
Si 31.293 6.794 5.529 -0.004 -0.005 0.001
Si 28.581 -6.814 5.485 0.004 -0.004 -0.002
Si 31.315 -4.14 5.547 0.023 -0.012 0.003
Si 35.383 -0.047 6.938 0 0.007 -0.006
Si -27.157 2.706 6.967 0.004 -0.005 -0.002
Si -29.897 5.445 6.922 -0.006 0.006 -0.009
Si -27.175 8.168 6.908 0.003 0 -0.015
Si -29.899 10.861 6.922 -0.007 0.004 -0.004
Si -27.166 -2.744 6.929 -0.005 -0.001 -0.002
Si -24.451 0.006 6.925 -0.01 0.005 0
Si 27.197 2.718 6.869 -0.002 0.008 -0.001
Si 24.492 5.429 6.835 0.004 0.002 -0.002
Si 27.235 8.166 6.879 0 -0.003 -0.004
Si 24.48 -5.413 6.835 0.004 -0.001 -0.005
Si 27.193 -2.723 6.88 0 -0.002 -0.001
Si 29.911 -0.01 6.896 -0.016 0.005 -0.006
Si 32.653 2.71 6.942 0.001 0.004 0.004
Si 29.943 5.432 6.893 0.004 -0.008 0.002
Si 32.65 8.14 6.909 0.001 0.005 0.003
Si 29.93 -5.476 6.882 0.006 -0.004 -0.006
Si 32.658 -2.773 6.921 -0.004 -0.008 -0.005
Si 34.029 1.344 8.274 0.014 0.005 -0.008
Si -28.538 4.082 8.283 0.006 -0.003 -0.006
Si 34.017 6.796 8.274 -0.003 -0.008 -0.005
Si -28.531 9.516 8.279 0.003 -0.001 -0.004
Si 34.021 -4.106 8.285 -0.001 -0.001 0.004
Si -28.534 -1.392 8.292 -0.008 -0.006 -0.005
Si -25.798 1.351 8.308 0.003 0.011 0.003
Si 25.832 4.079 8.217 -0.01 -0.013 -0.009
Si -25.825 6.808 8.282 -0.001 -0.011 0
Si 25.835 9.531 8.194 0.007 0.009 -0.005
Si -25.792 -4.095 8.264 -0.001 0.015 -0.006
Si 25.829 -1.35 8.214 0.004 0.014 -0.003
Si 28.556 1.362 8.237 0.011 -0.001 -0.002
Si 31.284 4.075 8.271 0.001 -0.007 0.003
Si 28.579 6.799 8.24 0.007 0.012 -0.007
Si 31.29 -6.814 8.257 -0.006 -0.001 -0.004
Si 28.563 -4.094 8.219 -0.005 -0.008 -0.009
Si 31.281 -1.381 8.241 -0.004 -0.004 -0.018
Si 32.645 -0.017 9.602 -0.008 0.011 -0.008
Si -29.897 2.714 9.628 0 -0.003 0.005
Si 32.654 5.433 9.62 0 -0.004 0.002
Si -29.902 8.159 9.629 -0.009 -0.002 -0.002
Si 32.642 -5.455 9.623 0.003 -0.002 -0.001
Si -29.907 -2.738 9.641 -0.001 -0.002 -0.003
Si -27.176 -0.013 9.637 -0.003 0.003 -0.006
Si 24.46 2.725 9.563 0.003 0.002 0
Si -27.182 5.448 9.639 -0.008 0.007 -0.005
Si 24.465 8.162 9.534 -0.008 -0.009 0.004
Si -27.167 -5.439 9.628 0 -0.001 -0.006
Si 24.452 -2.71 9.547 -0.001 0.004 -0.003
Si 27.19 0 9.581 -0.001 0.005 -0.001
Si 29.913 2.714 9.604 -0.015 0.013 0.005
Si 27.194 5.441 9.572 -0.004 -0.006 0
Si 29.926 8.155 9.607 0.013 -0.007 0.006
Si 27.189 -5.441 9.566 0.006 -0.004 0.004
Si 29.916 -2.735 9.591 0.001 -0.003 0.003
Si 34 -1.367 10.976 0.003 -0.002 -0.001
Si -28.535 1.359 10.984 0.005 0 0
Si -31.264 4.076 10.975 -0.002 -0.004 0
Si -28.545 6.804 10.993 0.003 -0.003 -0.001
Si -31.272 9.514 10.978 -0.006 0.007 0.001
Si -28.535 -4.086 10.988 -0.002 0.004 0.004
Si -25.804 -1.363 10.981 0.001 0.004 -0.002
Si 25.822 1.367 10.921 -0.005 -0.003 0.002
Si 23.084 4.092 10.898 -0.001 -0.003 0.001
Si 25.819 6.807 10.907 0.011 0.006 -0.003
Si 23.084 -6.796 10.87 -0.006 0.01 -0.003
Si 25.817 -4.072 10.901 0 0.001 -0.006
Si 28.552 -1.365 10.936 -0.003 0.007 0
Si 31.286 1.353 10.949 0.003 -0.006 -0.004
Si 28.547 4.082 10.939 0.011 -0.006 0.002
Si 31.288 6.799 10.961 0 0 0
Si 28.547 9.525 10.934 -0.008 0.001 -0.005
Si 31.275 -4.082 10.962 0.003 -0.001 0
Si 35.365 0.003 12.323 -0.009 0.003 -0.003
Si -27.179 2.726 12.342 -0.003 -0.006 -0.003
Si -29.909 5.438 12.338 -0.003 0.001 0.002
Si -27.187 8.172 12.347 -0.001 0.003 -0.002
Si -29.915 10.88 12.331 0.001 -0.01 -0.004
Si -27.174 -2.715 12.335 0 -0.002 -0.003
Si -24.452 0.011 12.339 0.002 0 -0.003
Si 27.18 2.725 12.286 -0.004 0.003 0.001
Si 24.447 5.454 12.258 -0.002 0.002 0.006
Si 27.178 8.162 12.273 0.001 0.002 0.006
Si 24.446 -5.441 12.232 0.002 -0.004 0.001
Si 27.173 -2.722 12.275 -0.005 -0.006 0.002
Si 29.923 -0.008 12.293 0.005 0.011 -0.005
Si 32.643 2.717 12.314 0.001 0.003 0.001
Si 29.913 5.44 12.293 -0.003 0 0
Si 32.641 8.155 12.326 0.003 -0.006 0
Si 29.897 -5.437 12.303 -0.001 -0.006 0
Si 32.632 -2.724 12.331 -0.009 -0.004 0.003
Si 34.002 1.363 13.676 0.002 0 0.005
Si -28.545 4.082 13.695 0.009 -0.007 0.005
Si -31.279 6.798 13.686 -0.005 -0.001 0.008
Si -28.564 9.527 13.695 -0.01 0.012 0
Si 34 -4.082 13.685 0.004 -0.002 0.006
Si 36.734 -1.348 13.675 0.004 0.004 0.004
Si -25.807 1.377 13.696 0.007 -0.002 0.003
Si 25.81 4.096 13.622 0.007 0.003 0.013
Si -25.82 6.823 13.706 -0.015 0.011 0.007
Si 25.807 -6.786 13.605 0.005 -0.007 0.001
Si -25.82 -4.069 13.697 0.009 -0.007 0.006
Si -23.092 -1.326 13.708 0 -0.001 0.003
Si 28.563 1.366 13.627 0.008 -0.015 -0.002
Si 31.279 4.091 13.652 -0.004 -0.001 0
Si 28.543 6.802 13.629 0.011 -0.007 -0.005
Si 31.259 9.52 13.655 -0.004 0.008 -0.001
Si 28.527 -4.074 13.651 -0.012 0.009 0
Si 31.264 -1.36 13.681 0.005 0.01 0.004
Si 32.637 0.007 15.029 -0.006 -0.001 0
Si 35.359 2.724 15.041 0.001 0 0.003
Si 32.628 5.442 15.032 0.006 -0.001 0.003
Si -29.93 8.163 15.047 0.003 -0.002 0.004
Si 32.613 -5.447 15.018 -0.007 -0.006 -0.002
Si 35.372 -2.709 15.026 0 -0.002 -0.003
Si 38.089 0.022 15.031 -0.003 -0.004 -0.004
Si -24.45 2.748 15.056 -0.008 -0.004 0.002
Si -27.185 5.453 15.046 0.001 0.003 0.002
Si -24.448 8.182 15.061 0.002 0.002 -0.003
Si -27.203 10.897 15.038 -0.004 0.004 -0.004
Si -24.462 -2.695 15.046 -0.012 0.004 -0.001
Si 27.193 -0.003 14.949 -0.002 0.007 0.004
Si 29.912 2.737 14.992 0.005 -0.008 0.004
Si 27.176 5.458 14.984 0.006 0.003 0.005
Si 29.898 8.152 14.998 -0.006 0.002 0.008
Si 27.156 -5.443 14.991 -0.007 -0.01 0.002
Si 29.877 -2.715 15.025 -0.007 -0.011 0.005
Si -14.413 -2.071 -0.202 -0.293 0.353 0.737
Si -12.306 1.332 -0.012 -0.239 0.158 0.773
Si -15.211 4.484 0.317 0.083 -0.284 0.736
Si -12.144 6.666 0.353 -0.223 0.295 0.779
Si -14.986 -6.752 0.178 0.198 -0.286 0.755
Si -12.213 -4.145 0.621 0.032 -0.019 0.577
Si -9.168 -1.713 0.109 -0.361 0.286 0.75
Si -7.017 1.463 -0.009 -0.012 0.023 0.73
Si -9.99 4.336 0.186 0.435 -0.301 0.669
Si -6.949 6.937 -0.089 0.037 -0.208 0.739
Si -9.977 -6.118 0.368 -0.044 -0.297 0.744
Si -22.976 11.924 0.202 -0.018 0.179 0.684
Si -20.769 -1.03 0.079 0.118 -0.127 0.732
Si -18.088 1.67 0.075 0.238 -0.093 0.71
Si -20.151 3.985 0.385 -0.178 0.034 0.627
Si -17.586 -9.85 0.359 -0.076 0.264 0.655
Si -20.671 9.756 -0.016 0.156 -0.266 0.71
Si -17.351 -4.627 -0.192 -0.312 0.449 0.667
Si -13.713 -0.121 1.167 -0.029 -0.036 -0.05
Si -11.067 2.71 1.461 0.007 -0.015 -0.06
Si -13.687 5.544 1.692 0.006 -0.001 -0.063
Si -10.91 8.308 1.452 0.013 0.002 -0.056
Si -13.649 -5.565 1.697 -0.047 -0.037 -0.04
Si -10.812 -2.614 1.583 0.073 0.025 -0.011
Si -8.281 0.057 1.393 0.005 -0.01 -0.07
Si -21.732 2.751 1.566 -0.005 -0.002 -0.058
Si -8.161 5.391 1.248 -0.022 0.038 -0.014
Si -21.733 8.13 1.368 0.011 0.002 -0.079
Si -8.337 -5.287 1.787 0.001 -0.005 -0.039
Si -21.823 -2.7 1.374 -0.001 0 -0.042
Si -19.118 0.027 1.387 -0.011 -0.015 -0.061
Si -16.377 2.718 1.372 -0.019 -0.012 -0.06
Si -18.973 5.351 1.818 -0.003 0.002 0.005
Si -16.347 -8.192 1.459 0.015 -0.003 -0.067
Si -19.04 -5.466 1.265 0.008 0.001 -0.056
Si -16.295 -2.861 1.081 -0.003 -0.014 -0.081
Si -15.027 1.259 2.629 0.057 0.048 0.023
Si -12.345 4.06 2.884 0.013 -0.003 0.023
Si -15.044 -9.44 2.975 -0.005 0.031 0.027
Si -12.242 -6.848 2.988 0.017 -0.016 0.009
Si -15.091 -4.086 2.77 -0.005 0.04 0.027
Si -12.31 -1.257 2.734 -0.033 -0.008 0.032
Si -9.66 1.36 2.768 0.015 0.025 0.01
Si -6.871 4.055 2.682 0.006 0.031 0.018
Si -9.489 6.835 2.672 -0.003 -0.033 0.031
Si -6.919 -6.763 2.86 0.02 -0.024 0.019
Si -9.595 -3.906 3.09 -0.019 0.048 0.057
Si -23.174 -1.376 2.785 -0.014 0.016 0.009
Si -20.388 1.347 2.88 0.035 -0.003 0.034
Si -17.586 3.965 2.999 0.039 -0.034 0.015
Si -20.436 6.818 2.855 -0.02 0.034 0.013
Si -17.744 -6.798 2.744 0 -0.003 0.028
Si -20.356 -4.046 2.67 -0.005 -0.025 0.016
Si -17.639 -1.421 2.547 0.016 -0.028 -0.003
Si -16.362 -0.06 4.036 -0.034 -0.001 0.008
Si -13.707 2.637 4.12 -0.027 -0.035 -0.009
Si -16.317 5.43 4.294 -0.006 -0.016 0.014
Si -13.641 -8.146 4.31 -0.009 0.004 0.017
Si -16.415 -5.432 4.148 0.013 -0.015 0.006
Si -13.662 -2.698 4.071 0.002 0.009 -0.026
Si -10.98 0.041 4.164 0.01 -0.021 0.018
Si -8.236 2.727 4.062 0.007 -0.024 0.011
Si -10.888 5.475 4.087 0.025 0.026 -0.043
Si -8.223 8.137 4.165 -0.032 0.007 0.006
Si -10.944 -5.396 4.286 0.016 -0.009 -0.001
Si -8.109 -2.566 4.21 -0.018 0.055 0.008
Si -21.788 -0.027 4.162 -0.02 0.008 0
Si -19.035 2.66 4.27 0.008 -0.009 0.011
Si -21.8 5.451 4.188 0.011 -0.005 0.003
Si -19.062 8.185 4.173 0.015 -0.011 0.01
Si -21.668 -5.419 4.134 -0.005 0.003 -0.007
Si -19 -2.709 4.04 0.014 0.016 0.004
Si -14.902 -1.329 16.416 0.002 -0.001 -0.006
Si -12.184 1.398 16.393 0.009 0.002 -0.003
Si -14.897 4.108 16.425 -0.004 -0.006 -0.01
Si -12.172 6.811 16.354 0.003 0.002 -0.005
Si -14.913 -6.825 16.361 0.005 -0.011 -0.014
Si -12.16 -4.052 16.352 0.005 0.004 0
Si -9.445 -1.344 16.304 0.006 -0.011 -0.01
Si -23.072 1.421 16.427 0.019 0.005 -0.003
Si -9.483 4.08 16.319 -0.019 -0.002 -0.007
Si -23.075 6.822 16.416 0.004 0.012 -0.02
Si -9.411 9.548 16.315 0.007 -0.006 -0.009
Si -23.096 -4.035 16.409 0.006 0.003 -0.004
Si -20.358 -1.28 16.395 0.009 -0.001 -0.005
Si -17.631 1.412 16.432 0.004 0.001 -0.009
Si -20.352 4.117 16.457 0.007 0.014 0.006
Si -17.631 6.826 16.464 -0.002 0.002 -0.004
Si -20.349 -6.775 16.432 -0.006 -0.002 -0.01
Si -17.624 -4.045 16.375 0.012 -0.001 -0.009
Si -13.524 0.032 17.771 -0.015 0.006 -0.007
Si -10.83 2.77 17.757 -0.004 -0.002 0.004
Si -13.534 5.492 17.764 0.006 0.001 -0.014
Si -10.738 8.147 17.655 0.009 -0.002 0.001
Si -13.549 -5.438 17.647 -0.008 0.006 0.006
Si -10.767 -2.695 17.702 -0.008 -0.02 0
Si -8.052 -0.011 17.645 -0.007 0.006 0.015
Si -21.72 2.779 17.834 -0.031 -0.013 -0.005
Si -8.082 5.448 17.604 -0.018 0.016 -0.007
Si -21.737 8.197 17.778 0.01 -0.003 0.001
Si -8.05 -5.378 17.656 -0.001 0 -0.005
Si -21.715 -2.642 17.724 -0.014 0.013 0.013
Si -19.018 0.08 17.788 0.008 0.009 -0.006
Si -16.247 2.746 17.799 -0.002 0.014 0.007
Si -19.001 5.48 17.837 0.007 -0.003 0.019
Si -16.227 -8.153 17.817 0.013 -0.008 -0.014
Si -18.931 -5.421 17.748 0.002 -0.003 0.009
Si -16.298 -2.678 17.754 0.005 -0.008 0.016
Si -14.884 1.38 19.166 0.004 -0.006 -0.023
Si -12.184 4.177 19.153 0.034 -0.011 -0.009
Si -14.869 6.8 19.212 -0.015 -0.02 0.003
Si -12.116 9.538 18.922 -0.008 0.004 -0.048
Si -14.934 -4.119 19.02 -0.001 -0.02 -0.036
Si -12.127 -1.353 19.072 0.005 0.016 -0.022
Si -9.392 1.369 19.002 -0.007 -0.006 -0.034
Si -23.063 4.15 19.22 0.034 0.015 0.004
Si -9.359 6.792 19.032 -0.007 0.003 -0.011
Si -23.165 9.592 19.039 0.008 -0.026 -0.008
Si -9.371 -4.014 19.076 0.022 0.003 -0.023
Si -6.692 -1.377 19.015 -0.014 -0.017 -0.008
Si -20.366 1.423 19.202 0.026 -0.015 0.004
Si -17.592 4.114 19.176 -0.013 0.015 -0.028
Si -20.383 6.867 19.184 -0.008 -0.024 -0.036
Si -17.553 -6.746 19.157 -0.006 0.012 -0.009
Si -20.284 -3.989 19.009 0.006 0.023 -0.033
Si -17.651 -1.275 19.124 0.01 -0.003 -0.023
Si -16.273 0.028 20.537 -0.002 -0.006 0.046
Si -13.57 2.807 20.52 -0.043 0.015 0.043
Si -16.249 5.443 20.632 -0.023 0.004 0.047
Si -13.392 8.228 20.371 0.013 -0.005 0.063
Si -16.226 -5.39 20.563 0 0.002 0.068
Si -13.534 -2.773 20.298 -0.01 0 0.056
Si -10.725 0.005 20.392 0.001 0.008 0.066
Si -8.016 2.75 20.348 -0.022 -0.026 0.057
Si -10.712 5.5 20.486 0.005 0.012 0.039
Si -7.983 8.23 20.308 -0.019 0.013 0.044
Si -10.79 -5.423 20.288 -0.013 0.007 0.057
Si -7.979 -2.72 20.504 -0.016 -0.016 0.063
Si 43.472 0.056 20.473 -0.023 -0.008 0.051
Si -18.976 2.782 20.558 0.014 0.02 0.046
Si -21.744 5.534 20.638 0.016 0.011 0.049
Si -18.954 -8.063 20.482 0.004 -0.017 0.038
Si -21.754 11.026 20.227 -0.017 0.045 0.049
Si -19.024 -2.629 20.47 -0.035 -0.002 0.058
Si -15.073 -1.664 21.646 -0.016 0.153 -0.682
Si -11.865 1.646 21.605 -0.103 -0.113 -0.725
Si -15.223 3.766 22.001 0.26 0.216 -0.735
Si -11.787 7.187 21.738 -0.115 -0.208 -0.719
Si -14.486 9.775 21.72 -0.218 0.03 -0.704
Si -12.344 -4.295 21.618 0.048 0.052 -0.681
Si -9.065 -0.986 21.749 -0.206 -0.353 -0.787
Si 41.983 1.247 21.88 0.204 0.105 -0.71
Si -9.575 3.828 21.722 0.154 0.278 -0.718
Si -22.844 7.291 21.839 -0.309 -0.471 -0.598
Si -9.578 9.388 21.574 0.118 0.106 -0.723
Si -6.231 -3.93 21.615 -0.273 -0.03 -0.68
Si -20.707 -1.553 21.747 0.181 0.052 -0.726
Si -17.49 1.535 21.915 -0.189 -0.159 -0.703
Si -20.063 4.423 21.878 -0.166 -0.13 -0.808
Si -17.862 6.676 21.849 0.136 0.088 -0.729
Si -20.594 -6.77 21.548 0.336 0.145 -0.638
Si -17.437 -3.728 21.795 -0.062 -0.244 -0.679
Si -11.02 -7.149 -3.614 -0.066 0.067 0.113
Si -3.208 -2.854 -4.899 0.004 0.017 0.026
Si -16.33 -7.708 23.805 -0.031 -0.089 -0.137
Si -16.353 -1.026 -4.508 -0.016 -0.026 0.067
Si -11.226 5.211 -6.066 0.138 0.101 0.007
Si -17.905 -5.104 24.427 -0.066 0.041 0.014
Si -10.358 -0.021 -1.919 0.003 0.053 0.075
Si -10.739 8.169 -6.605 -0.062 -0.092 -0.045
Si -16.724 1.482 -2.593 -0.102 0.063 0.039
Si -22.495 7.641 24.85 0.074 0.188 -0.21
Si -22.69 -6.233 -4.333 -0.013 0.058 0.021
Si -8.014 -5.107 23.657 0.088 -0.105 -0.117
Si -19.326 3.921 -5.875 -0.081 0.152 -0.044
Si -26.454 1.856 26.111 0.024 -0.043 -0.006
Si -23.409 5.811 -2.649 -0.034 0.137 0.079
Si -11.912 6.006 24.521 0 0.071 -0.095
Si -22.443 -4.61 -6.931 0.093 -0.015 0.017
Si -12.569 1.171 24.557 -0.026 0.075 -0.055
Si -22.07 4.457 -4.933 -0.014 -0.031 -0.041
Si -24.539 3.014 -1.843 -0.013 -0.045 0.084
Si -5.1 5.529 -2.188 0.01 0.091 0.12
Si -13.525 7.962 -2.112 -0.011 0.102 0.084
Si -11.696 -4.171 -4.26 -0.151 -0.047 0.064
Si -23.796 2.026 -4.609 0.018 -0.015 -0.009
Si -11.704 -3.487 24.453 0.081 0.116 -0.125
Si -21.808 -3.609 26.14 0.098 0.05 -0.096
Si -23.542 -1.807 -6.59 0.03 0.124 -0.094
Si -20.662 -6.033 24.54 -0.053 -0.148 -0.027
Si -23.479 -3.619 -2.661 0.002 -0.05 0.054
Si -8.532 -7.444 -1.83 0.073 0.006 -0.019
Si -22.704 4.942 25.919 0.018 -0.21 -0.1
Si -18.656 -3.044 -4.511 0.049 -0.011 -0.053
Si -14.066 2.944 -1.977 0.075 0.021 0.025
Si -14.481 1.933 -7.143 0.08 -0.014 -0.032
Si -13.883 3.84 24.808 -0.128 0.009 -0.114
Si -19.451 0.258 24.061 -0.012 0.071 -0.069
Si -17.764 4.268 -3.485 0.071 0.063 -0.012
Si -21.498 0.018 -4.947 -0.062 0.044 -0.041
Si -15.656 6.224 -3.755 0.084 0.051 0.023
Si -10.523 2.599 -7.006 0.025 0.108 0.024
Si -21.476 2.656 24.116 -0.064 -0.042 -0.089
Si -16.89 -4.97 -3.17 -0.107 0.002 0.212
Si -13.875 -1.463 24.458 0.06 0.079 -0.19
Si -20.771 -1.999 -2.783 -0.065 0.048 0.083
Si -10.89 -5.298 -6.909 0.087 -0.069 -0.011
Si -9.117 -2.324 24.434 0.144 0.096 0.06
Si -14.501 -2.974 -3.148 0.094 0.055 0.206
Si -19.669 5.913 -1.737 0.074 0.082 0.207
Si -13.959 4.117 -4.92 -0.067 -0.044 -0.088
Si -17.498 -7.647 -4.481 0.017 0.116 -0.005
Si -20.258 -7.737 -2.911 0.073 0.058 0.168
Si -9.193 4.806 24.647 -0.083 -0.129 -0.132
Si -12.164 0.069 -6.728 -0.006 0.004 -0.019
Si -19.328 1.272 -6.951 0.002 -0.036 0.045
Si -14.996 -1.354 5.462 -0.001 -0.007 -0.011
Si -12.314 1.377 5.527 -0.008 0.014 0.006
Si -14.96 4.03 5.563 0.01 -0.012 0.006
Si -12.242 -9.549 5.538 0.018 -0.024 0.015
Si -15.029 9.576 5.554 0.01 0.024 0.016
Si -12.343 -4.026 5.532 0.005 0.02 0.016
Si -9.558 -1.273 5.511 0.014 -0.02 0.014
Si -6.836 1.392 5.414 -0.026 0.001 0.004
Si -9.552 4.101 5.453 -0.011 0.012 -0.007
Si -23.116 6.784 5.592 -0.018 0.002 0.005
Si -9.549 -6.798 5.533 0.002 -0.004 0.01
Si -23.075 -4.091 5.503 0.013 -0.004 0.004
Si -20.377 -1.385 5.466 0.023 0.001 -0.009
Si -17.666 1.27 5.527 0.024 -0.002 0.019
Si -20.415 4.082 5.539 -0.007 0.02 -0.009
Si -17.723 6.811 5.556 -0.003 0.021 0.01
Si -20.371 -6.765 5.554 -0.009 0.009 0
Si -17.723 -4.055 5.507 -0.006 0.003 0.001
Si -13.651 -0.007 6.864 0.012 0.012 -0.01
Si -10.916 2.752 6.833 -0.006 0.01 -0.002
Si -13.589 5.404 6.894 0.022 -0.022 0.003
Si -10.908 -8.155 6.884 0 0.004 -0.007
Si -13.666 -5.392 6.906 -0.007 0.01 0.002
Si -10.91 -2.684 6.839 0.001 0.005 -0.012
Si -8.179 0.07 6.832 -0.015 0.015 0.002
Si -21.751 2.717 6.91 -0.008 -0.003 -0.006
Si -24.455 5.431 6.96 0 -0.009 0.001
Si -21.745 -8.138 6.9 0 -0.005 -0.006
Si -24.446 -5.447 6.872 -0.002 -0.009 -0.009
Si -21.725 -2.728 6.869 0.006 -0.004 -0.02
Si -19.044 -0.046 6.886 0 0.008 -0.007
Si -16.34 2.678 6.892 -0.003 -0.012 -0.013
Si -19.071 5.449 6.908 -0.006 -0.002 0.004
Si -16.351 8.176 6.902 0.003 -0.005 -0.004
Si -19.033 -5.41 6.916 -0.007 0.001 0.002
Si -16.34 -2.705 6.856 0 -0.009 -0.009
Si -14.973 1.349 8.256 0.006 0.001 -0.001
Si -12.236 4.077 8.253 0.015 0.014 0.011
Si -14.962 6.8 8.222 -0.009 0.001 -0.016
Si -12.274 -6.777 8.216 0.004 -0.004 -0.01
Si -15 -4.04 8.263 0.007 -0.004 0.006
Si -12.261 -1.341 8.216 0.003 -0.001 -0.005
Si -9.541 1.406 8.192 0.026 0.006 0.001
Si -23.09 4.072 8.296 -0.005 0.007 0
Si -9.536 -9.517 8.211 -0.016 -0.02 0.003
Si -23.105 -6.791 8.264 -0.001 0.005 -0.005
Si -9.53 -4.062 8.163 -0.013 -0.017 -0.005
Si -23.074 -1.362 8.251 0.011 0.016 -0.01
Si -20.378 1.352 8.246 0.006 0.003 -0.007
Si -17.691 4.074 8.235 0.003 -0.008 -0.004
Si -20.401 6.821 8.273 0.001 -0.005 -0.002
Si -17.681 -6.777 8.273 0.011 0.009 -0.004
Si -20.394 -4.067 8.274 0.001 -0.012 0.004
Si -17.681 -1.372 8.258 -0.005 -0.002 -0.005
Si -16.326 0 9.618 -0.001 0.005 -0.001
Si -13.601 2.715 9.597 0.014 -0.004 0.003
Si -16.318 5.44 9.586 0.003 -0.007 -0.004
Si -13.609 -8.15 9.584 0.008 0.005 -0.004
Si -16.323 -5.42 9.631 -0.002 0.007 0.006
Si -13.606 -2.693 9.594 -0.006 -0.003 -0.004
Si -10.888 0.027 9.549 -0.011 0.006 -0.001
Si -24.449 2.723 9.657 0.003 -0.013 0.001
Si -10.879 5.452 9.586 0.002 -0.002 0.01
Si -24.458 -8.15 9.633 -0.008 0.002 -0.006
Si -10.881 -5.42 9.541 0.01 0.008 0.004
Si -24.44 -2.718 9.616 0.002 -0.019 -0.007
Si -21.73 0.004 9.621 -0.002 -0.003 -0.003
Si -19.031 2.723 9.613 -0.003 0.003 0.004
Si -21.74 5.454 9.639 -0.003 0 0.001
Si -19.033 -8.144 9.627 -0.003 0.007 -0.005
Si -21.749 -5.43 9.629 -0.01 0.006 -0.001
Si -19.028 -2.717 9.635 0.004 -0.006 0.004
Si -14.951 -1.342 10.973 0.013 -0.001 0.004
Si -12.228 1.369 10.943 0 0.002 0.006
Si -14.955 4.087 10.949 0.009 0.001 -0.002
Si -12.238 -9.504 10.937 0.01 -0.009 0.004
Si -14.946 -6.787 10.964 -0.006 0.004 0
Si -12.228 -4.062 10.92 -0.007 -0.004 0
Si -9.511 -1.343 10.877 0.003 -0.009 -0.004
Si -23.08 1.366 10.994 0 0.009 -0.001
Si -25.815 4.093 10.997 0.001 -0.002 -0.001
Si -23.097 -9.504 10.996 -0.002 -0.005 0.001
Si -25.815 -6.792 10.995 -0.003 0.001 -0.001
Si -23.095 -4.065 10.994 0.004 0.002 0.002
Si -20.373 -1.342 10.993 0.005 0.004 0.003
Si -17.664 1.377 10.978 0.008 -0.001 0.002
Si -20.37 4.096 10.982 -0.001 0.006 -0.005
Si -17.657 6.81 10.964 -0.002 0.005 -0.005
Si -20.384 -6.784 10.99 -0.003 -0.002 -0.002
Si -17.67 -4.066 11 -0.005 -0.012 0.007
Si -13.584 0.024 12.318 0.004 0.001 0.002
Si -10.852 2.733 12.277 0.002 -0.001 -0.001
Si -13.589 5.448 12.297 -0.014 -0.001 -0.001
Si -10.849 -8.142 12.263 0 0.009 0.002
Si -13.566 -5.422 12.3 0.015 0.003 -0.003
Si -10.862 -2.692 12.26 -0.001 -0.004 -0.001
Si -8.137 0.017 12.215 0.003 0.006 0.005
Si -21.728 2.744 12.344 0.004 -0.004 -0.003
Si -24.457 5.46 12.353 -0.004 0.004 0.004
Si -21.729 -8.147 12.356 -0.003 0.008 -0.003
Si -24.452 -5.429 12.35 -0.006 0.003 -0.003
Si -21.737 -2.698 12.351 -0.006 -0.008 0
Si -19.011 0.024 12.348 -0.004 0.005 0
Si -16.3 2.74 12.336 -0.003 0 -0.002
Si -19.005 5.457 12.34 0 -0.005 0
Si -16.299 8.17 12.327 0.006 -0.003 0.003
Si -19.027 -5.425 12.354 -0.003 -0.001 0.003
Si -16.294 -2.704 12.344 -0.001 -0.001 0.003
Si -14.931 1.386 13.692 0.004 0.006 0.004
Si -12.213 4.089 13.639 0.009 -0.003 -0.002
Si -14.933 6.802 13.676 0.006 -0.002 0.005
Si -12.193 -6.784 13.641 0.002 -0.002 0
Si -14.909 -4.063 13.68 0.006 -0.013 0.002
Si -12.203 -1.331 13.651 -0.009 0.001 0.005
Si -9.478 1.367 13.611 -0.004 -0.008 0.006
Si -23.085 4.107 13.705 0.007 -0.006 0.008
Si -9.477 6.816 13.607 -0.003 0.004 0.008
Si -23.083 -6.78 13.711 0.005 -0.01 0.001
Si -9.486 -4.069 13.58 0.003 -0.003 0.004
Si -6.758 -1.345 13.539 -0.011 -0.011 -0.005
Si -20.356 1.404 13.702 -0.004 0.007 0
Si -17.643 4.111 13.709 0.002 0.009 0.001
Si -20.355 6.817 13.71 0.008 -0.006 0.002
Si -17.654 9.532 13.694 -0.002 0.003 0.001
Si -20.378 -4.053 13.711 -0.012 0.009 0.001
Si -17.641 -1.33 13.703 0.013 -0.001 0.002
Si -16.281 0.032 15.069 -0.006 -0.001 0.004
Si -13.557 2.749 15.037 0.003 0.007 0.001
Si -16.281 5.466 15.079 0.005 -0.004 0.003
Si -13.544 -8.158 14.997 0.003 0.004 -0.003
Si -16.273 -5.429 15.029 -0.002 -0.008 0.005
Si -13.547 -2.685 15.029 0.003 -0.004 0.005
Si -10.836 0.034 15.001 -0.002 0.003 0.003
Si -8.107 2.721 14.959 -0.011 0 0.014
Si -10.838 5.448 14.971 -0.01 -0.004 0
Si -8.084 8.186 14.923 0.002 0.014 0.006
Si -10.815 -5.422 14.98 -0.004 0.001 0.01
Si -8.116 -2.698 14.903 0.006 0.009 0.007
Si -21.728 0.062 15.047 0.002 0.006 -0.002
Si -19.001 2.762 15.076 0 -0.014 0.003
Si -21.712 5.457 15.069 -0.01 0 -0.001
Si -18.992 8.173 15.079 -0.003 0.005 0.003
Si -21.726 -5.417 15.077 0.003 0.002 0
Si -19.012 -2.681 15.053 -0.001 0.001 -0.001
O -2.971 3.465 -3.221 0.345 -0.206 0.387
O 8.146 -8.136 -0.708 0.036 0.002 -0.396
O 2.32 -7.876 -1.239 0.11 -0.133 0.166
O -7.685 -3.424 -7.412 -0.349 0.336 -0.11
O 4.425 -3.039 25.188 0.014 0.221 0.423
O -2.823 5.335 21.856 0.152 -0.099 0.211
O 5.586 5.259 -0.619 -0.006 -0.065 -0.393
O -1.025 6.398 23.124 0.58 -0.1 0.257
O 1.11 -1.86 -6.008 -0.614 0.042 -0.038
O -5.211 -8.063 22.15 0.147 0.23 0.132
O 3.209 7.361 -6.352 0.257 -0.051 -0.441
O 1.855 0.59 -7.087 -0.017 -0.11 0.021
O -6.512 -4.918 -0.839 0.433 0.261 -0.07
O 11.233 -2.371 -3.835 0.065 0.369 -0.105
O 0.606 -1.005 -1.593 -0.2 -0.319 -0.128
O -8.914 -1.026 -4.662 0.211 -0.045 -0.235
O 7.228 -0.75 -4.42 0.033 0.427 -0.11
O 4.01 0.859 22.936 -0.264 -0.472 0.21
O 9.082 4.057 24.086 0.651 0.323 0.12
O 6.9 -5.985 22.439 0.163 0.127 -0.327
O -4.701 -6.655 -1.437 0.363 -0.104 -0.334
O 2.568 -2.727 -0.774 -0.064 -0.061 0.005
O 8.968 1.479 -1.479 0.047 0.109 -0.336
O -2.865 -2.617 -0.578 -0.049 -0.024 -0.215
O -0.981 -5.78 -3.523 -0.567 -0.289 -0.664
O -7.215 -2.929 -3.905 -0.17 -0.337 0.196
O 2.035 -4.27 -5.274 0.407 0.018 -0.211
O -6.464 0.322 -1.027 -0.104 -0.664 0.077
O -2.972 -1.364 22.527 0.092 -0.419 -0.196
O 9.391 -1.744 -5.441 0.181 0.496 0.014
O 10.77 -2.87 22.168 -0.091 -0.092 0.082
O 6.859 4.717 22.947 -0.458 0.267 0.361
O -4.89 4.236 -1.245 -0.339 -0.504 -0.049
O -0.093 -2.687 22.112 -0.222 -0.101 0.581
O -0.147 7.909 -2.926 -0.041 -0.087 -0.12
O 7.89 -0.134 22.265 0.02 -0.052 0.306
O 8.844 6.439 23.02 -0.161 0.281 0.289
O 9.767 7.487 -6.51 0.79 -0.08 -0.197
O -4.452 -0.956 -1.763 0.326 -0.373 -0.542
O 4.46 3.346 -5.979 -0.178 -0.283 -0.044
O -3.206 -6.513 23.052 0.084 -0.159 0.486
O -2.861 2.765 -0.477 0.266 0.056 -0.233
O 5.412 2.77 22.03 0.202 -0.19 0.544
O 3.671 1.471 -1.656 0.363 -0.261 -0.478
O 2.819 5.117 -4.93 0.326 0.117 0.158
O 8.991 -4.602 23.097 0.11 -0.136 0.091
O -6.47 -0.433 -3.58 0.134 0.13 0.014
O 3.443 6.6 22.87 -0.023 0.044 0.273
O 0.332 -6.325 -1.383 -0.522 0.603 0.027
O 2.573 -5.643 22.081 0.044 -0.005 0.398
O -8.685 1.276 25.962 0.06 -0.689 -0.403
O -4.982 4.604 25.727 -0.258 -0.046 -0.313
O 0.903 5.692 -1.588 -0.06 0.357 -0.151
O 1.484 -6.437 -3.782 0.354 0.077 0.201
O 8.884 -6.735 -5.235 -0.581 0.363 0.364
O 2.531 -2.154 -3.867 -0.101 0.179 0.667
O 4.21 -6.926 -2.847 0.013 0.013 -0.348
O 6.043 -5.185 -6.365 -0.275 -0.597 0.148
O 6.378 -6.289 -1.516 0.374 0.284 0.034
O 0.099 2.685 22.22 0.021 -0.043 0.439
O 1.781 4.562 23.041 -0.037 -0.097 0.475
O 4.459 -4.061 22.843 0.102 -0.016 0.413
O -4.797 -3.087 -4.754 -0.123 0.096 -0.165
O -11.692 -5 24.951 -0.194 -0.071 -0.526
O 1.807 6.45 24.945 -0.37 -0.33 -0.092
O 1.991 3.393 -1.501 0.028 0.096 -0.035
O 14.535 -0.348 -3.356 -0.49 -0.081 -0.029
O -20.386 0.576 -5.963 -0.064 -0.278 -0.117
O 7.564 5.871 25.233 -0.085 -0.188 -0.195
O -1.055 1.07 -1.443 -0.077 -0.125 -0.167
O -20.66 3.657 -4.976 0.057 -0.329 0.473
O 30.22 0.037 -4.737 -0.136 0.242 -0.497
O 5.355 -8.143 22.041 -0.231 0.185 0.437
O 13.848 4.505 -3.82 0.032 0.314 -0.159
O -2.847 -5.145 25.281 -0.406 -0.023 0.123
O 4.82 -0.884 -3.555 -0.601 -0.026 0.351
O -5.724 7.068 25.248 0.079 0.419 -0.034
O 5.974 0.318 24.737 0.198 -0.498 -0.133
O -1.372 0.69 23.096 0.4 -0.137 0.383
O -25.943 -7.717 -2.954 0.05 -0.357 0.113
O -11.883 -4.604 -5.826 -0.519 0.05 -0.217
O 10.091 7.738 -3.837 0.353 0.602 0.159
O -17.735 -4.624 -1.798 -0.674 0.143 -0.213
O -31.23 7.546 -5.773 0.151 0.099 -0.634
O -16.791 7.263 -4.191 0.141 -0.325 -0.228
O 19.996 -0.642 24.619 0.157 0.021 0.585
O 32.25 -0.541 -3.152 -0.238 -0.475 -0.033
O -18.184 0.909 23.267 0.434 -0.104 0.2
O 25.082 -4.884 -3.519 -0.057 0.034 -0.265
O 29.089 -7.137 -1 -0.072 -0.564 -0.28
O -9.403 -1.213 -1.427 0.393 -0.244 -0.188
O -6.274 1.841 23.113 -0.227 0.06 0.436
O -8.891 -6.18 22.841 -0.064 -0.114 0.274
O 5.907 -5.036 -3.751 0.579 -0.279 0.144
O 19.918 6.346 22.902 -0.567 0.094 -0.036
O 7.757 -6.363 24.776 0.032 -0.333 -0.228
O -25.904 3.079 -0.981 -0.222 -0.342 -0.108
O 21.884 0.447 -6.624 0.229 -0.588 0.014
O -25.195 -1.614 25.39 0.177 0.872 0.061
O -2.802 -1.289 -4.974 0.118 0.041 0.205
O -23.238 7.304 23.428 -0.718 0.103 0.347
O 31.433 7.382 -6.47 -0.003 -0.023 0.39
O -23.308 3.444 -5.224 -0.474 0.345 -0.483
O -9.557 1.316 -2.286 0.249 -0.064 -0.19
O 17.966 -6.752 -3.853 0.134 0.375 0.306
O -3.642 5.968 -2.756 0.195 0.587 0.036
O -20.66 5.094 -0.728 -0.375 -0.116 -0.42
O -9.545 -1.291 23.273 -0.261 0.496 0.112
O -3.132 1.237 -4.532 0.007 -0.047 -0.214
O -5.842 6.611 -1.257 0.232 0.25 -0.216
O -13.044 -3.566 -3.569 -0.011 0.068 0.235
O -11.406 -6.816 -7.256 -0.416 -0.111 -0.624
O 26.26 2.08 22.58 0.123 0.13 0.251
O 4.343 -4.553 -1.671 -0.158 0.377 -0.488
O 30.272 -0.254 25.14 0.324 0.091 0.079
O 17.913 8.005 -5.98 -0.114 -0.03 -0.154
O 26.504 6.615 -7.247 -0.292 0.009 0.37
O 20.25 -3.43 -4.168 -0.372 -0.381 0.193
O 24.41 -8.079 -0.31 0.071 0.064 -0.233
O 18.156 -7.345 -1.325 -0.059 -0.377 0.042
O -8.729 -3.679 23.657 -0.018 0.075 -0.481
O 19.159 2.67 24.88 -0.225 -0.648 -0.024
O 15.414 7.105 23.029 0.199 -0.304 0.532
O 21.991 5.46 -0.181 -0.361 0.01 -0.429
O -30.124 5.45 -4.606 0.112 0.063 0.39
O 18.766 -2.937 24.598 -0.609 -0.365 -0.15
O 12.152 3.582 23.358 -0.325 0.23 0.199
O 10.638 8.076 22.124 0.234 0.113 0.4
O 10.714 2.502 25.296 0.134 -0.053 0.882
O 14.102 -0.718 25.088 0.336 -0.253 0.052
O 11.046 -5.514 -0.436 -0.117 -0.019 -0.508
O 30.819 2.876 -3.343 0.139 -0.027 0.163
O 18.083 -0.776 -1.423 0.023 0.641 0.167
O -5.176 -1.427 25.652 -0.156 -0.043 -0.232
O 21.702 0.265 -0.633 -0.242 -0.141 -0.566
O 20.032 0.721 22.448 -0.374 -0.15 -0.098
O -22.658 1.972 23.212 -0.263 0.186 0.303
O 23.558 -6.5 23.156 0.479 -0.083 0.077
O 13.175 -6.924 -1.207 -0.012 0.076 -0.259
O 19.132 -2.779 -0.295 0.031 -0.105 -0.196
O 23.725 3.758 -1.245 -0.072 -0.068 -0.169
O 14.787 -3.991 -1.59 -0.124 0.187 -0.106
O -26.897 -5.239 -3.231 0.423 -0.014 -0.603
O 2.22 3.515 26.128 -0.312 -0.155 -0.277
O 21.34 -6.931 -6.59 -0.225 0.086 -0.033
O 20.405 7.218 -1.055 -0.349 0.437 -0.063
O -17.051 -4.224 25.478 0.584 -0.104 0.2
O 10.881 -0.042 -0.546 -0.097 0.255 -0.638
O 12.682 -1.285 22.98 0.204 -0.224 0.292
O 21.519 1.535 24.371 0.417 -0.069 0.184
O 16.565 -2.012 -3.14 -0.027 -0.624 0.041
O 27.265 -2.602 22.098 0.007 0.002 0.599
O 25.035 6.57 22.865 0.178 0.13 0.373
O 14.573 7.159 -1.337 0.186 -0.132 -0.367
O 14.295 -2.953 -3.96 -0.262 0.108 -0.181
O 16.158 -2.725 22.082 -0.143 0.021 0.283
O 8.576 -4.953 -7.172 0.152 0.284 -0.443
O -7.88 -5.649 25.163 0.324 0.264 0.335
O 20.846 -4.491 -1.159 0.047 0.069 -0.191
O 24.424 0.191 22.14 0.377 0.165 0.348
O 24.274 -7.779 25.384 0.553 0.056 0.13
O 20.293 -1.631 -6.087 0.431 -0.17 0.042
O 24.456 6.594 -3.531 -0.033 -0.075 -0.269
O 12.437 -4.312 -2.665 -0.19 -0.619 -0.069
O 23.144 -1.595 -1.657 -0.029 -0.389 -0.084
O -0.896 5.568 25.631 0.215 -0.373 -0.259
O 2.602 7.437 -3.781 -0.267 0.005 -0.01
O 26.324 -1.434 -6.122 0.072 -0.29 0.424
O 13.76 2.597 -0.441 0.069 -0.166 -0.693
O 21.703 2.725 21.87 -0.208 -0.051 0.225
O 20.327 4.982 -2.475 0.298 -0.102 -0.121
O 15.796 -1.189 -5.475 0.511 0.126 -0.1
O -9.676 3.695 25.696 0.11 0.266 0.321
O -22.118 -5.633 -5.72 0.305 -0.286 -0.003
O 9.92 -4.335 -4.971 -0.198 -0.24 0.675
O 13.224 -4.656 -7.071 0.572 -0.085 -0.145
O 13.308 2.857 25.707 0.332 -0.155 -0.305
O 16.468 -5.532 -0.443 0.11 -0.041 -0.433
O 18.959 -5.48 22.171 -0.091 -0.066 0.257
O -8.539 3.372 -3.478 0.299 -0.159 0.188
O 12.155 -7.477 25.632 -0.369 -0.517 -0.288
O 16.381 5.49 -0.432 0.092 0.031 -0.641
O -28.909 1.806 -1.195 0.179 0.105 -0.465
O 25.177 -6.192 -5.803 -0.122 -0.193 -0.058
O -24.665 2.309 -3.277 -0.484 -0.075 -0.085
O 20.32 -6.598 -2.649 0.254 -0.141 -0.111
O 13.731 -8.052 -3.548 -0.179 -0.458 -0.278
O 14.465 -5.538 -3.794 0.209 0.026 -0.177
O 19.628 -4.924 -6.979 0.044 0.021 -0.277
O -31.103 -3.093 -5.146 -0.214 0.646 0.122
O 16.168 2.524 22.031 -0.048 -0.07 0.385
O 17.823 4.111 23.083 0.084 0.212 0.062
O 18.05 2.877 -6.179 -0.359 -0.126 -0.088
O 20.756 -3.867 23.188 0.518 -0.063 -0.114
O 25.071 -2.222 -3.274 0.35 0.555 -0.184
O 8.301 -0.8 25.486 0.349 -0.036 -0.471
O -23.432 2.164 -1.036 0.385 0.338 -0.144
O 22.227 -4.916 -3.272 0.774 -0.097 -0.074
O 27.016 8.143 22.173 -0.058 -0.005 0.283
O -18.537 6.786 -0.938 0.018 0.817 -0.218
O 23.655 -7.222 -3.844 -0.396 0.388 0.333
O -17.737 -4.357 -4.406 0.064 -0.075 -0.264
O 16.655 7.766 25.224 0.151 -0.047 -0.063
O -2.905 5.221 -5.142 -0.531 0.403 -0.063
O 22.189 -0.757 23.094 0.066 -0.343 0.429
O 30.16 -5.312 -2.662 -0.236 -0.09 -0.252
O -1.695 3.379 -6.515 -0.027 0.079 0.19
O -12.484 1.04 22.963 -0.331 -0.649 0.149
O 6.57 1.019 -2.642 -0.481 0.014 0.323
O 25.886 2.287 -1.079 0.393 0.118 -0.202
O -23.123 -5.006 -3.384 -0.256 -0.018 0.297
O 15.52 0.763 -1.161 0.071 -0.386 0.029
O 31.131 -3.509 -1.054 0.064 0.437 0.102
O 30.724 -4.341 22.993 -0.291 0.168 0.016
O 21.74 8.123 22.194 -0.096 -0.109 0.446
O 31.634 -6.526 24.105 -0.043 -0.054 -0.103
O 11.828 -6.319 23.288 0.153 0.158 0.098
O 7.206 -3.16 -5.349 0.29 -0.161 0.183
O -9.351 -5.238 -6.341 -0.15 0.174 0.22
O 29.761 6.422 -3.593 -0.406 0.241 0.132
O 14.66 0.511 22.849 0.099 -0.304 0.298
O -6.761 -4.914 -5.526 0.044 -0.574 0.218
O 11.318 5.474 -3.685 -0.079 0.004 -0.469
O 10.096 -3.474 -1.633 -0.396 0.239 -0.339
O 26.069 6.591 -1.296 0.121 -0.263 -0.115
O 20.807 6.846 25.283 -0.011 0.347 0.003
O -13.004 -0.272 25.102 0.341 -0.255 0.795
O 16.791 3.709 25.544 -0.472 -0.24 -0.192
O -15.446 -4.276 -2.988 0.352 -0.454 0.086
O -21.875 6.21 25.306 0.409 0.015 0.026
O -7.842 5.489 25.196 0.202 -0.092 0.774
O -12.469 -7.698 -3.141 -0.175 -0.017 -0.496
O 26.15 -3.132 25.773 -0.187 0.125 -0.018
O 18.81 5.278 25.098 -0.147 0.35 0.638
O 9.628 1.681 23.06 0.281 -0.238 0.158
O 11.974 7.268 -1.94 0.087 0.027 0.149
O 15.734 -4.483 25.081 0.618 0.252 -0.045
O 17.347 -7.389 22.976 0.165 -0.481 0.259
O -28.696 -4.241 -6.248 0.474 0.578 -0.222
O 7.722 7.175 -4.911 -0.085 -0.27 0.477
O -5.015 3.185 -4.834 -0.06 -0.277 -0.481
O 18.899 -1.174 -3.961 0.372 0.338 0.024
O 17.775 -0.979 23.158 -0.293 0.19 0.201
O -11.201 -5.163 -0.183 -0.263 0.198 -0.578
O 24.524 -5.187 25.313 -0.402 -0.019 0.384
O 30.456 6.712 25.689 -0.264 -0.212 -0.593
O -29.834 2.403 25.07 -0.132 -0.028 0.216
O 28.188 3.676 23.233 -0.028 0.332 0.615
O 18.396 5.391 -5.436 0.363 -0.017 0.436
O 4.323 2.235 25.167 0.138 0.14 0.023
O -24.744 -2.914 -3.369 -0.139 -0.118 -0.403
O -25.017 -1.396 -6.099 -0.272 -0.373 0.039
O -18.227 -4.12 23.174 -0.466 0.159 0.01
O 27.844 0.689 -5.64 0.321 0.327 -0.177
O -13.204 -3.185 -0.26 0.163 0.021 -0.518
O -12.829 2.128 -1.34 0.036 0.091 -0.202
O -20.36 -5.99 22.953 0.038 0.604 0.12
O -19 -7.539 -3.898 -0.041 -0.113 -0.458
O 17.303 -5.699 -6.124 -0.394 0.047 -0.263
O 16.99 0.578 -3.32 0.382 0.459 -0.357
O 12.214 4.208 -1.657 -0.156 0.145 -0.179
O -24.505 -8.087 -0.198 -0.128 0.123 -0.283
O -30.834 -7.293 -1.335 -0.013 -0.036 -0.134
O -1.012 8.122 24.883 -0.146 0.233 0.361
O -22.076 3.521 25.372 -0.107 -0.233 0.381
O 29.861 5.48 22.297 0.053 -0.11 0.634
O -2.159 -4.155 22.834 -0.237 0.335 0.272
O 31.574 7.386 23.019 -0.037 -0.158 0.188
O -30.118 -2.888 24.731 -0.27 -0.283 0.302
O 28.721 -7.322 -3.545 0.347 -0.009 -0.386
O -23.963 -7.181 -4.627 0.015 0.024 -0.418
O 28.409 5.6 -5.81 -0.103 -0.491 0.093
O 28.328 -1.682 26.064 -0.238 0.236 -0.532
O 27.253 -5.401 -0.271 -0.178 -0.197 -0.569
O -31.193 1.201 -2.376 0.069 -0.093 -0.376
O -31.622 -1.058 -1.074 -0.095 -0.271 -0.43
O 22.662 -2.48 -4.167 0.034 0.262 -0.559
O -27.272 0.07 -0.223 0.07 0.047 -0.169
O -28.948 0.948 23.066 -0.097 -0.541 -0.016
O 23.45 6.109 24.895 -0.415 -0.159 0.061
O -24.359 -5.874 25.15 0.38 0.158 0.203
O -30.905 3.449 -0.992 -0.158 0.209 -0.301
O -29.91 -2.692 -0.15 0.15 -0.044 -0.5
O -20.656 3.72 23.216 -0.124 0.103 0.344
O 31.055 -7.737 -2.549 0.371 0.367 0.282
O 32.538 -2.725 22.094 -0.079 0.114 0.405
O -27.602 -6.72 -6.392 0.253 0.188 0.468
O -29.191 6.961 -1.118 -0.369 -0.319 -0.234
O -25.6 -3.821 24.028 -0.285 0.109 -0.298
O 27.234 0.092 -0.334 0.061 0.122 -0.401
O 30.893 0.983 23.013 0.292 0.106 0.419
O -9.793 -7.774 -2.762 -0.142 -0.459 -0.282
O -24.258 5.016 25.442 -0.188 0.309 -0.019
O -21.75 -2.726 22.249 0.132 0.092 0.268
O -25.305 4.386 23.117 0.563 0.043 0.006
O -13.718 2.244 24.945 -0.151 -0.074 0.159
O 20.681 2.789 -6.335 -0.044 0.426 0.26
O 15.017 -6.822 23.996 -0.44 0.093 0.065
O -14.567 7.023 -2.891 -0.136 -0.168 -0.029
O -5.355 5.673 -5.982 0.157 0.669 0.274
O -28.277 -4.274 -1.287 0.193 -0.527 -0.226
O -24.427 0.135 22.33 -0.186 -0.137 0.332
O -29.392 4.969 25.279 0.052 -0.008 0.574
O 25.746 -4.203 23.328 -0.491 0.023 0.19
O 28.033 -1.009 -3.664 -0.534 0.129 0.121
O 28.62 -1.896 -1.245 0.398 -0.095 -0.019
O -28.597 7.243 -5.846 0.11 -0.29 -0.303
O 32.212 -4.18 25.183 0.564 -0.285 0.147
O -10.621 -7.719 -5.065 0.051 -0.101 0.211
O -29.883 -0.234 25.241 0.113 0.139 0.252
O -28.577 -4.953 25.462 0.258 -0.415 -0.064
O 30.27 2.558 0.06 0.115 -0.067 0.019
O -27.207 2.769 22.257 -0.082 -0.006 0.225
O 0.066 -3.279 -3.912 -0.135 -0.019 -0.134
O -8.219 7.605 -0.882 -0.369 -0.108 0.174
O -16.67 -6.51 -3.648 0.426 -0.077 0.272
O -20.073 -7.022 -1.464 0.242 0.246 -0.31
O -23.409 -4.714 22.942 0.276 -0.136 0.349
O 27.324 -3.465 -2.994 0.04 -0.596 -0.188
O -28.79 6.379 23.166 -0.409 -0.378 0.058
O -32.57 -5.487 -0.35 -0.258 -0.074 -0.745
O -30.015 -5.499 22.153 -0.328 -0.068 0.146
O -12.497 6.792 25.777 0.221 -0.015 0.106
O 26.549 2.425 25.089 -0.069 -0.423 0.614
O -32.427 5.236 0.05 0.063 0.093 -0.115
O -28.319 -7.071 -2.02 -0.117 0.333 -0.005
O -26.202 -7.598 26.058 -0.009 -0.007 -0.338
O -13.727 0.532 -6.74 -0.647 -0.372 0.352
O 31.919 -4.472 -5.888 -0.479 0.429 -0.188
O 32.295 -3.834 -3.395 0.476 -0.075 0.359
O 22.155 -6.248 25.354 -0.104 0.011 -0.165
O -24.783 1.179 -5.568 -0.136 0.209 -0.616
O -26.155 -6.158 -0.887 -0.032 0.501 -0.054
O 32.61 2.668 22.153 0.016 -0.265 0.021
O -30.919 4.152 23.332 -0.133 0.369 0.191
O 28.763 -7.601 25.64 -0.056 0.05 0.127
O -28.289 -3.858 23.074 0.632 -0.169 0.053
O 30.817 4.735 -5.191 0.163 0.236 -0.649
O 7.604 -1.046 -7.099 -0.102 -0.579 -0.346
O -25.892 -0.537 -3.813 -0.064 0.617 0.136
O -11.058 4.111 -7.249 0.091 0.163 -0.706
O -16.44 5.04 -2.976 0.384 -0.245 0.327
O -25.629 -1.526 -1.369 0.39 -0.024 -0.163
O 4.255 6.946 -1.833 0.326 -0.293 -0.508
O 31.27 6.3 -1.489 -0.329 -0.087 -0.2
O 5.581 -8.092 -5.885 0.391 0.443 0.336
O -1.05 5.401 -3.383 0.442 -0.123 -0.193
O -26.354 -1.497 23.038 -0.615 -0.103 0.188
O -22.409 -1.045 -5.739 0.004 -0.074 0.104
O 3.466 -6.449 -5.57 0.372 0.206 0.125
O -32.167 -1.655 25.549 -0.267 0.406 0.147
O -25.577 -6.217 22.953 0.135 -0.157 0.525
O 29.871 -2.835 -3.278 0.249 0.333 -0.256
O 13.589 5.4 22.226 -0.147 -0.067 0.361
O 31.879 0.852 -0.989 -0.142 -0.112 -0.46
O 0.861 6.634 -5.778 -0.153 -0.142 0.284
O -13.134 -2.845 24.783 -0.25 -0.441 0.179
O -27.196 -8.105 22.197 0.043 0.014 0.445
O -5.178 -2.766 22.095 -0.097 -0.029 0.492
O 28.675 -6.51 23.237 0.256 0.024 0.101
O -1.371 0.68 -6.237 0.111 -0.429 -0.282
O -32.431 7.768 25.257 0.689 -0.108 0.097
O -27.522 0.989 25.25 0.22 -0.54 -0.377
O -11.14 1.573 25.137 0.2 -0.039 -0.171
O 24.027 3.417 25.85 -0.091 0.079 -0.177
O -18.993 4.728 -2.572 -0.34 -0.449 -0.148
O 25.431 -3.734 -1.178 -0.45 0.154 -0.011
O -22.887 6.689 -1.403 0.046 -0.085 -0.221
O -28.485 7.437 25.572 -0.397 0.56 0.212
O -7.122 6.725 23.038 -0.58 -0.271 0.158
O 7.174 3.375 -1.562 0.024 0.113 -0.35
O -15.077 -1.997 -4.297 0.218 0.062 -0.459
O 21.193 -3.091 25.732 0.329 0.537 -0.154
O -32.174 3.709 -4.327 0.01 0.152 0.616
O -15.346 1.979 -1.932 -0.013 -0.251 0.243
O -8.925 4.222 23.161 0.612 -0.059 0.107
O -27.341 -2.614 -3.127 -0.356 0.354 -0.233
O -14.54 2.942 -5.872 -0.099 0.06 0.098
O -17.203 7.418 23.149 -0.259 0.056 0.494
O 22.985 2.212 -5.151 0.047 0.338 0.339
O -31.497 -7.484 23.015 0.205 -0.314 0.243
O -21.511 -4.745 25.029 -0.17 0.381 -0.176
O -32.564 0.29 -5.596 0.474 0.061 0.108
O -29.336 1.089 -7.119 -0.271 -0.224 0.332
O 19.783 -5.251 25.294 -0.498 -0.338 -0.006
O -31.146 -1.011 23.154 0.196 0.621 0.098
O -26.815 5.649 24.825 0.025 0.037 0.416
O -20.459 1.452 24.554 0.22 0.101 0.521
O 27.812 8.154 -5.722 -0.033 0.332 -0.028
O 25.812 4.479 -2.71 0.119 -0.373 -0.273
O 29.721 -5.19 25.237 -0.25 0.299 0.302
O 5.903 -1.89 23.042 -0.148 0.237 0.612
O 7.154 3.409 -5.803 -0.128 0.345 0.415
O -7.682 2.603 -0.992 0.279 0.47 -0.03
O 28.613 1.475 -3.182 -0.543 -0.07 0.355
O -17.745 -1.764 -4.166 -0.318 0.337 0.164
O -27.587 -2.523 25.14 -0.121 0.192 0.325
O 19.315 0.668 -7.021 -0.722 -0.396 0.197
O -4.481 2.172 25.234 0.229 -0.601 0.021
O -30.18 3.214 -5.914 0.226 0.184 -0.015
O 11.776 2.967 -4.019 -0.356 -0.629 0.299
O 12.081 4.179 -6.437 -0.153 0.642 0.283
O 31.411 2.425 -6.006 -0.569 0.15 -0.15
O 0.702 -7.555 22.706 -0.107 -0.544 -0.21
O 1.801 3.01 -6.143 -0.468 0.138 0.053
O -14.3 -7.251 -1.215 -0.229 0.406 -0.339
O -13.78 3.462 -3.456 -0.036 -0.342 -0.057
O 25.246 0.939 -5.524 -0.264 0.273 0.128
O -18.974 5.567 22.354 -0.096 -0.037 0.31
O -11.025 5.554 0.03 -0.015 0.021 -0.299
O -20.743 -0.68 -3.708 0.416 0.154 -0.134
O -10.513 -2.654 25.194 0 0.166 0.786
O 14.445 0.432 -7.163 -0.033 0.015 -0.452
O -21.618 -7.975 21.876 0.037 -0.13 -0.01
O 26.216 -7.217 -3.679 0.047 -0.096 0.673
O 27.083 6.709 -3.64 0.43 -0.14 -0.154
O -21.839 -5.456 -0.336 -0.01 0.082 -0.383
O 22.544 -6.478 -1.17 0.167 -0.134 -0.358
O -14.646 -2.001 -1.825 -0.286 0.392 -0.371
O 29.245 -1.074 22.856 0.075 -0.071 0.488
O -11.306 0.209 -0.643 -0.143 -0.296 0.124
O 3.88 4.791 24.656 0.351 0.19 -0.075
O 1.551 -0.877 23.125 0.009 0.182 0.148
O -10.645 -8.03 22.162 0.143 -0.201 0.079
O 32.318 6.888 -3.973 0.479 -0.446 0.038
O -13.42 -5.393 22.225 -0.064 -0.13 0.431
O -9.901 3.805 -1.352 -0.318 0.174 -0.47
O -0.842 -0.078 -3.735 -0.014 -0.098 -0.13
O -21.861 0.123 -0.364 -0.328 0.061 -0.541
O -23.326 -3.38 -6.382 -0.343 -0.268 0.529
O 9.671 6.285 -1.655 -0.089 -0.617 -0.286
O -12.71 7.033 -1.106 0.182 -0.566 -0.487
O 3.577 -1.009 -5.98 0.203 0.408 -0.146
O 18.847 3.318 -3.743 0.201 -0.564 -0.173
O -20.207 -0.756 23.065 -0.1 -0.116 0.227
O -17.091 -6.3 23.734 0.012 0.052 -0.421
O -23.392 -3.324 26.123 -0.25 -0.084 0.042
O -3.189 6.492 24.827 -0.095 0.073 -0.192
O -0.687 -5.843 24.033 0.366 0.374 -0.065
O -16.28 -0.653 -6.051 0.021 0.067 -0.129
O -19.849 -3.142 -3.438 -0.218 -0.67 0.065
O -16.233 -2.685 22.206 -0.039 -0.086 0.512
O -21.388 -7.466 24.849 0.164 -0.065 0.123
O -7.368 4.279 -5.54 0.039 0.136 -0.36
O -30.795 -5.516 -5.72 -0.091 -0.458 0.382
O -7.935 0.143 22.041 0.219 -0.161 0.297
O -9.369 7.952 -7.439 0.192 0.108 -0.046
O -16.354 0.301 -3.603 0.191 0.048 -0.161
O -2.922 -8.075 -0.25 0.024 0.061 -0.394
O -20.191 -1.655 -1.312 0.324 -0.514 -0.045
O 9.85 3.165 -5.805 0.065 0.142 0.032
O 23.618 4.35 22.898 -0.047 -0.049 0.145
O 24.646 2.245 -3.272 -0.232 -0.017 -0.023
O -31.855 3.993 25.792 -0.528 -0.164 -0.465
O -0.98 -4.008 -1.598 0.419 -0.028 -0.024
O -19.162 2.858 -0.296 -0.26 -0.238 -0.168
O -10.735 2.733 22.07 0.073 0.139 0.131
O 0.825 0.125 25.524 -0.527 0.225 -0.605
O 13.763 -2.043 -6.588 -0.049 0.074 0.489
O -10.601 -2.977 -4.209 0.467 -0.455 0.218
O -1.384 6.11 -6.971 -0.19 0.144 -0.321
O -6.591 -4.841 22.939 0.345 -0.473 0.415
O -22.266 -2.565 -2.694 -0.018 0.373 -0.168
O -12.439 6.655 23.136 -0.375 -0.207 0.252
O -16.091 -5.654 -0.259 -0.026 -0.168 -0.47
O 28.401 1.143 23.876 -0.12 -0.165 0.25
O -3.906 0.887 23.152 -0.115 0.139 -0.189
O -2.743 -3.545 -6.283 0.345 -0.193 0.131
O -16.404 5.48 -0.169 0.227 -0.187 -0.576
O -14.738 4.253 23.488 -0.12 0.255 0.129
O -7.876 -1.845 25.353 0.083 0.022 -0.059
O 12.322 -1.995 -1.45 0.427 -0.011 -0.342
O 23.564 -0.066 -3.783 -0.279 0.027 0.017
O 12.155 1.596 -6.197 -0.255 -0.587 0.152
O -11.124 -5.522 -3.543 -0.123 0.179 0.263
O 11.379 -2.883 -6.559 -0.359 0.2 -0.275
O -9.041 -6.219 -0.942 0.45 0.272 -0.171
O -16.344 2.621 22.358 -0.067 0.012 0.185
O 25.485 -3.84 -6.775 -0.342 0.039 0.334
O 1.243 1.226 -2.781 0.061 -0.301 -0.676
O -11.563 -3.527 22.834 0.381 0.438 0.042
O -23.657 8.043 25.895 0.077 -0.206 0.215
O -18.623 2.513 -6.218 0.528 -0.079 0.035
O -11.114 -0.541 -3.23 -0.503 -0.022 -0.245
O 22.839 7.386 -5.595 0.239 -0.186 -0.317
O 18.159 -3.173 -5.655 -0.371 0.188 0.123
O 17.69 -0.884 25.828 0.039 0.37 0.051
O -17.488 2.682 -3.363 -0.327 -0.038 -0.309
O -2.502 -3.617 -3.679 -0.422 0.003 0.434
O 1.409 -7.267 25.17 0.319 0.434 0.107
O -20.416 6.992 -2.662 -0.561 -0.186 -0.388
O 14.955 2.286 -3.187 -0.085 0.155 0.333
O -14.337 4.201 -1.02 -0.024 0.132 -0.332
O -23.815 -3.903 -1.102 -0.588 0.236 0.003
O -17.524 -7.599 -6.1 -0.055 0.057 0.046
O 0.944 -6.347 -6.331 -0.246 0.064 0.224
O 8.415 1.121 -6.11 0.14 -0.313 0.353
O 20.304 6.994 -6.105 0.213 -0.303 0.541
O -17.628 0.986 -1.341 -0.242 -0.618 -0.148
O -10.307 5.974 24.535 0.274 0.415 0.091
O -26.169 3.219 25.344 -0.225 -0.019 -0.28
O 6.83 -1.471 -1.847 0.139 -0.333 -0.317
O 10.941 -5.99 -6.743 -0.319 -0.293 -0.052
O -11.508 -0.972 -5.678 -0.161 -0.182 -0.131
O -15.296 -1.534 25.178 -0.376 -0.386 -0.243
O -6.029 5.177 -3.457 -0.153 0.031 0.035
O 27.125 -5.54 25.16 -0.037 -0.217 0.215
O 28.586 3.989 -3.978 -0.67 -0.017 -0.256
O -22.027 5.619 -6.063 0.057 0.648 0.084
O -21.048 -2.18 25.945 -0.128 0.197 -0.109
O -7.151 -6.937 -2.505 0.202 -0.064 -0.69
O -14.957 -7.462 22.99 0.466 -0.479 0.191
O -14.933 5.417 -4.963 0.015 0.207 -0.242
O -12.414 4.473 24.611 0.445 -0.351 0.062
O -26.032 7.695 -5.372 0.156 -0.258 -0.035
O 14.536 2.668 -5.736 0.378 0.121 -0.034
O 14.385 -4.558 22.801 -0.558 -0.386 -0.178
O -11.475 6.715 -6.628 -0.663 -0.146 -0.241
O -4.9 1.536 -2.738 -0.233 0.347 0.369
O -9.333 2.653 -5.912 0.19 -0.594 0.19
O -8.15 -2.925 -0.234 0.031 -0.049 -0.373
O 21.993 -4.478 -5.841 0.585 0.172 -0.073
O -4.314 3.529 22.961 -0.185 0.456 0.485
O -8.195 8.083 25.026 -0.012 -0.243 -0.096
O -29.873 7.815 -3.536 -0.062 0.134 -0.144
O -18.188 4.679 -5.007 0.288 0.576 -0.308
O 1.874 -2.351 25.262 -0.504 -0.376 -0.131
O -18.97 -0.676 25.303 0.312 0.041 0.126
O -14.15 -1.197 22.9 0.284 0.221 -0.006
O 3.363 -0.259 25.063 0.1 -0.283 0.244
O 21.031 4.32 24.154 0.532 0.065 -0.113
O -10.163 -6.698 26.092 -0.051 -0.315 -0.12
O -24.213 4.579 -2.009 -0.131 0.14 0.151
O -12.509 4.704 -5.261 -0.03 0.238 0.53
O 27.672 -5.362 -6.565 0.07 -0.13 0.684
O 8.099 1.861 25.184 -0.101 0.393 0.476
O -29.785 3.188 -3.32 0.575 -0.104 -0.186
O -22.211 5.143 -3.491 0.331 0.146 0.359
O 19.272 7.393 -3.243 -0.33 -0.073 -0.768
O 10.728 -5.184 25.503 -0.347 0.142 -0.257
O -27.14 0.156 -6.055 -0.413 0.019 0.278
O 27.658 6.425 26.132 -0.219 -0.64 -0.274
O 12.422 1.057 24.027 -0.446 -0.142 -0.173
O 6.679 -4.049 24.26 0.285 0.217 0.555
O 31.751 -2.041 -5.256 -0.45 -0.111 -0.309
O -22.458 1.164 -4.33 0.173 0.232 0.668
O 25.696 4.769 24.576 0.758 0.003 -0.341
O 32.126 -6.996 -5.05 0.392 0.293 0.639
O 13.222 -6.891 -5.786 -0.262 -0.683 -0.035
O -19.295 -2.925 -5.974 -0.337 0.649 -0.025
O 20.25 2.376 -1.539 0.193 -0.098 -0.306
O 28.754 3.612 -1.52 -0.152 0.151 -0.203
O -27.259 5.319 -0.371 0.334 -0.185 -0.441
O -29.32 -4.301 -3.698 -0.458 -0.135 0.147
O -24.322 6.686 -3.647 0.029 -0.225 -0.232
O 18.169 3.869 -1.313 -0.535 -0.391 -0.186
O -16.031 -8.027 25.337 0.308 0.334 -0.007
O -2.704 -0.735 25.004 0.17 0.051 0.342
O 21.923 7.049 -3.187 0.037 -0.049 0.154
O -1.467 6.403 -1.151 -0.201 -0.562 -0.025
O -19.863 4.708 -7.197 0.524 0.16 -0.373
O -9.892 5.086 -5.121 -0.119 0.281 0.13
O 3.072 2.751 -3.848 0.177 -0.05 0.077
O 5.309 -0.054 -0.408 0.029 0.048 0.184
O 30.192 -6.22 -6.706 -0.037 -0.195 0.156
O 5.796 5.578 -6.088 -0.168 0.077 0.237
O 15.694 -7.435 -5.094 -0.058 -0.436 -0.261
O -5.56 -5.001 -3.246 0.227 -0.1 -0.456
O 8.409 2.483 -3.766 0.216 0.161 0.084
O 13.279 -5.184 25.082 0.103 0.419 0.616
O -19.181 -5.784 25.179 0.069 -0.151 0.708
O 16.383 4.064 -4.5 -0.137 0.564 0.253
O -6.656 -1.464 -6.03 0.145 0.406 -0.103
O 4.676 -3.152 -5.03 -0.304 -0.356 -0.313
O -21.564 -7.14 -3.626 -0.119 -0.181 -0.399
O -11.537 1.521 -6.41 -0.056 0.061 0.223

Results
total energy: -406623.301 eV
total energy less fixed offsets of O -438.25, Si -107.07 eV per atom: -10.501 eV
